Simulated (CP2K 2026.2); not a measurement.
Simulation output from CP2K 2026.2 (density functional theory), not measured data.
Periodic cell of 1407 atoms, Si912O495, from a study of silicon, its oxide and their interface. The atomic structure is a simulated model.
Doubt: the forces sum to 4.81 eV/angstrom along one axis rather than to zero, so they err by at least 0.0034 eV/angstrom per atom on average; the grid cutoff is modest.

Settings: functional PBE; method Gaussian and plane waves; basis set DZVP-MOLOPT-SR-GTH; pseudopotentials GTH-PBE; grid cutoff 300 Ry, relative cutoff 40 Ry; k points Gamma only; occupations fixed; spin none; net charge 0.

Cell vectors (angstrom)
a 46.1613 0 0
b 0 15.3871 0
c -5.1574 -0.6299 34.2411

Atoms: element, x, y, z (angstrom)
Si -3.1519 0.7458 -2.8907
Si -4.0301 3.5309 -3.1094
Si -1.4383 -7.3232 -5.1155
Si -3.6208 7.5804 -0.281
Si -0.2911 0.1155 -3.1126
Si 0.6936 2.8678 -3.5825
Si -5.529 5.0954 -7.1807
Si -2.1532 -5.0088 -3.2739
Si 4.5804 0.4078 -2.1663
Si 3.6625 3.2908 -2.7531
Si 3.1694 -7.7194 -2.8433
Si 3.1091 -4.5683 -3.1055
Si 7.7107 -0.0943 -2.0776
Si 8.4288 2.4492 -3.9298
Si 12.226 5.4998 -5.0301
Si 8.2029 -3.0884 -2.8657
Si 1.0241 0.1107 -0.3955
Si -0.5765 4.5477 -1.3944
Si 0.3524 -8.3889 -2.8177
Si -0.845 -6.5612 -0.8179
Si 3.3896 0.0606 -0.0973
Si 4.1938 3.8698 0.1086
Si 4.2617 -7.7032 0.1206
Si 4.0345 -3.8966 -0.1509
Si 8.4428 0.0389 0.1106
Si 7.3504 3.9929 0.1657
Si 7.3875 -7.6191 0.2158
Si 7.2131 -3.7609 0.0054
Si 10.8271 0.1559 -0.1568
Si 11.926 3.8769 -0.1548
Si 9.4014 -7.8662 -2.2727
Si 10.1648 -5.2222 -3.794
Si 0.1133 2.3339 1.5599
Si 0.0905 4.8075 1.4492
Si -0.155 -5.3799 1.1762
Si 0.042 -2.2491 1.4133
Si 3.8526 1.8908 1.3336
Si 3.885 5.7674 1.4192
Si 3.8026 -5.7427 1.3056
Si 3.7771 -1.9166 1.1655
Si 7.8104 1.9732 1.2996
Si 7.6483 5.8423 1.5317
Si 7.6222 -5.6349 1.395
Si 7.7108 -1.8614 1.3222
Si 11.6223 1.9412 1.2301
Si 11.5712 5.7721 1.2196
Si 11.4813 -5.3748 1.4816
Si 11.5186 -2.2929 1.4653
Si -1.923 1.8698 2.6365
Si -1.8914 5.6437 2.5568
Si -1.9731 -5.7337 2.6609
Si -1.9199 -1.9787 2.6881
Si 2.0256 1.9305 2.8209
Si 1.9231 5.6526 2.6947
Si 1.804 -5.8119 2.5339
Si 1.9767 -2.0104 2.698
Si 5.8265 1.884 2.6452
Si 5.7386 5.7875 2.8623
Si 5.6934 -5.7132 2.7389
Si 5.714 -1.846 2.5986
Si 9.7161 2.0339 2.6745
Si 9.6837 5.7955 2.679
Si 9.5441 -5.671 2.7576
Si 9.578 -1.9765 2.7564
Si -1.929 -0.0388 4.0125
Si -1.9569 3.7959 4.0286
Si -1.9094 -7.7532 3.9112
Si -1.9415 -3.864 4.0938
Si 1.9392 -0.0655 4.0469
Si 2.0145 3.8311 4.1682
Si 1.8416 -7.7266 3.9441
Si 1.9191 -3.9399 4.022
Si 5.7593 0.0053 4.0494
Si 5.7841 3.7917 4.0791
Si 5.7293 -7.6354 4.1197
Si 5.7243 -3.7682 4.0326
Si 9.6469 0.0398 4.0037
Si 9.6705 3.8958 4.0842
Si 9.6337 -7.6578 4.0338
Si 9.5643 -3.8245 4.1873
Si -0.0035 -0.0311 5.3789
Si -0.0037 3.819 5.3828
Si -0.038 -7.7096 5.349
Si 0.0046 -3.8684 5.4036
Si 3.8407 -0.0205 5.4256
Si 3.9046 3.8188 5.5027
Si 3.7591 -7.6858 5.3825
Si 3.8189 -3.8666 5.4105
Si 7.7135 0.0081 5.3804
Si 7.718 3.8467 5.4109
Si 7.6995 -7.6782 5.4126
Si 7.6162 -3.8189 5.4588
Si -3.8415 0 5.3917
Si -3.8226 3.8579 5.4442
Si -3.819 -7.6856 5.348
Si -3.8615 -3.84 5.451
Si -0.0144 1.8674 12.2406
Si -0.0316 5.7835 12.241
Si -0.0201 -5.7716 12.2951
Si -0.031 -1.9584 12.2833
Si 3.8282 1.9227 12.2164
Si 3.8327 5.7511 12.1957
Si 3.8069 -5.7916 12.2175
Si 3.8071 -1.9499 12.213
Si 7.6746 1.9361 12.1758
Si 7.681 5.7467 12.1968
Si 7.6536 -5.8165 12.1699
Si 7.6591 -1.9289 12.1643
Si -3.7835 1.9293 12.1949
Si -3.8055 5.7972 12.1873
Si -3.8117 -5.787 12.2205
Si -3.8249 -1.9013 12.2038
Si -1.915 1.8465 13.6396
Si -1.9464 5.8174 13.6343
Si -1.9459 -5.7749 13.6823
Si -1.965 -1.9641 13.6572
Si 1.9093 1.8732 13.5924
Si 1.914 5.7602 13.5568
Si 1.9216 -5.7748 13.6448
Si 1.9092 -1.9744 13.6252
Si 5.7651 1.9207 13.5564
Si 5.7559 5.7627 13.5525
Si 5.7432 -5.8394 13.5453
Si 5.7466 -1.9347 13.5338
Si 9.6443 1.9943 13.4558
Si 9.6355 5.7389 13.5109
Si 9.5951 -5.8443 13.4721
Si 9.5935 -1.9005 13.4794
Si -1.9306 -0.0872 15.0714
Si -1.9106 3.8326 14.8942
Si -1.9325 -7.6725 15.0973
Si -2.0605 -3.8593 15.0788
Si 1.9549 -0.0532 14.9826
Si 1.8612 3.8317 14.8858
Si 1.9507 -7.7364 14.9578
Si 1.8798 -3.8638 15.0533
Si 5.7143 -0.0158 14.9053
Si 5.8138 3.8505 14.9042
Si 5.7166 -7.7372 14.9646
Si 5.7538 -3.8913 14.8253
Si 9.5897 0.0886 14.7487
Si 9.7207 3.8523 14.8936
Si 9.548 -7.7547 14.8565
Si 9.5955 -3.8878 14.7175
Si 0.0679 -0.0654 16.3798
Si -0.0524 3.8862 16.2891
Si 0.1113 -7.7437 16.3947
Si -0.1217 -3.8657 16.4052
Si 3.8699 -0.103 16.3919
Si 3.8092 3.7713 16.144
Si 3.829 -7.7728 16.3962
Si 3.9377 -3.8842 16.275
Si 7.699 0.0593 16.1195
Si 7.815 3.8922 16.2173
Si 7.6576 -7.7452 16.2803
Si 7.7187 -3.8968 16.0714
Si -3.9476 -0.0722 16.3659
Si -3.7428 3.8028 16.32
Si -4.0041 -7.6646 16.32
Si -4.0953 -3.8432 16.3712
Si -0.0385 1.9573 17.6075
Si 0.079 5.7157 17.8263
Si 0.1468 -5.795 17.7338
Si 0.2187 -1.9835 17.7857
Si 3.7847 1.9205 17.5953
Si 3.7899 5.5678 17.6303
Si 3.9826 -5.7804 17.6667
Si 4.2023 -2.0592 17.748
Si 7.6724 1.961 17.5149
Si 7.642 5.7483 17.7049
Si 8.1394 -5.7617 17.4577
Si 8.1726 -1.9352 17.2338
Si -3.8519 1.8369 17.7157
Si -3.7001 5.7904 17.605
Si -4.7944 -5.7791 17.5659
Si -4.7074 -1.9343 17.6921
Si -1.8976 1.6167 19.0397
Si -1.8675 6.4095 18.967
Si -1.2546 -6.6809 19.4074
Si -1.0397 -1.4097 19.7118
Si 1.8517 2.445 18.8724
Si 2.6056 -9.2182 21.8947
Si 2.102 -5.1701 18.9436
Si 2.2165 -2.6868 18.9275
Si 5.7308 2.5191 18.7291
Si 5.7227 4.9058 18.7818
Si 5.6722 -5.9111 19.302
Si 6.4655 -1.8188 18.7949
Si -5.8169 2.2086 18.9609
Si -5.2295 5.3001 19.2835
Si -4.0785 -5.4912 19.7514
Si -3.9436 -2.4253 19.9055
Si 5.7721 -3.4646 21.1388
Si -6.1041 -8.9454 23.9439
Si 6.6069 -4.5807 23.8797
Si 1.9851 4.8965 19.0101
Si 1.6017 -2.0243 21.0757
Si -6.8474 3.5278 23.6923
Si 5.9406 0.8862 20.3527
Si 1.4002 -4.1869 23.293
Si 6.3235 3.0752 -8.3132
Si 1.0535 -6.5856 21.5095
Si -1.565 3.2933 21.6914
Si 1.119 2.1507 21.7744
Si 8.9641 -3.5835 -8.845
Si 8.6499 1.1968 21.6783
Si -2.8877 -9.4166 21.0401
Si -6.1132 -3.2536 24.6024
Si 9.2709 -0.8794 -7.2983
Si 0.2318 -8.323 -7.3646
Si -0.9112 -3.6796 25.0575
Si 7.231 -7.3518 -7.6385
Si 2.1656 -6.0778 -7.1247
Si -3.5378 -5.0152 24.5062
Si 6.7378 -7.6859 23.5083
Si 11.8624 -0.8296 -5.67
Si -4.2089 -7.0911 22.2407
Si 5.4931 -0.1781 24.6756
Si -0.3641 4.2873 -6.119
Si 6.8776 5.2646 -6.482
Si -1.2017 -2.4843 -4.5635
Si 2.9516 3.6856 23.641
Si 1.3607 -3.7083 -5.4898
Si -3.137 -0.2053 24.8568
Si 5.0445 -5.3041 -7.1659
Si 9.7513 -7.6458 -8.7319
Si 5.6825 2.9348 24.6691
Si 13.2755 -0.1371 -8.2447
Si 5.654 -3.5611 -4.6808
Si 4.1126 -0.9543 21.9638
Si 7.7873 5.0497 -2.5913
Si -0.1915 2.349 -8.5175
Si 5.5186 -8.5632 20.9949
Si -4.9962 -1.2333 22.6275
Si 4.6676 -0.5628 -4.9959
Si 2.8718 -1.4062 -7.157
Si 5.2952 5.7281 -3.7727
Si 7.1104 0.9418 -6.2542
Si -0.8358 1.4318 23.795
Si 9.3765 -5.7964 -6.7149
Si 12.1084 0.7219 -2.9557
Si 11.2399 3.4818 -3.0151
Si 13.935 -7.4416 -5.1557
Si 11.7793 7.5264 -0.3417
Si 15.0197 0.0936 -3.159
Si 16.1933 2.8092 -3.5269
Si 9.891 5.0302 -7.1355
Si 13.2512 -5.0469 -3.2925
Si 20.3886 0.4232 -2.4933
Si 19.1605 3.2184 -2.7551
Si 18.6361 -7.6896 -2.8255
Si 18.5669 -4.5114 -3.0562
Si 23.4479 -0.2236 -2.297
Si 24.0516 2.4022 -3.9923
Si -18.4777 5.3939 -5.1368
Si 23.7833 -3.3078 -2.9393
Si 15.9777 0.0987 -0.3287
Si 14.8872 4.4846 -1.3802
Si 15.8162 -8.5289 -3.0475
Si 14.4878 -6.7366 -1.0793
Si 19.0917 -0.0185 0.3572
Si 19.6502 3.8047 0.1494
Si 19.6513 -7.7242 0.144
Si 19.4735 -3.9299 -0.0932
Si 23.8089 0.0071 0.0298
Si 22.7825 3.986 0.2216
Si 22.7771 -7.6416 0.2224
Si 22.6503 -3.8039 -0.0174
Si 26.2168 0.1397 -0.1286
Si 27.2655 3.9134 -0.1974
Si 24.8547 -7.8688 -2.235
Si -20.8373 -5.0337 -3.6712
Si 15.4242 2.355 1.6215
Si 15.4763 4.8272 1.4893
Si 15.3322 -5.3138 1.5406
Si 15.3506 -2.2256 1.5525
Si 19.3638 1.9493 1.5437
Si 19.2874 5.7329 1.4251
Si 19.2198 -5.7699 1.3634
Si 19.2592 -2.0666 1.4002
Si 23.2188 1.9384 1.2988
Si 23.0215 5.8445 1.5765
Si 23.022 -5.658 1.4119
Si 23.1292 -1.8894 1.2971
Si 27.0022 1.9602 1.2101
Si 26.9042 5.7649 1.2413
Si 26.8042 -5.3724 1.5257
Si 26.8975 -2.3022 1.5125
Si 13.4393 1.886 2.7597
Si 13.506 5.6707 2.601
Si 13.4096 -5.7094 2.8076
Si 13.4168 -1.9857 2.8268
Si 17.3973 1.9462 2.8374
Si 17.3276 5.6623 2.7224
Si 17.3075 -5.7546 2.734
Si 17.3496 -1.9863 2.7768
Si 21.3251 1.9141 2.7823
Si 21.1207 5.7809 2.9049
Si 21.1142 -5.7212 2.7827
Si 21.2104 -1.9143 2.7186
Si 25.1135 2.0226 2.6804
Si 25.0488 5.8015 2.7237
Si 24.9019 -5.6679 2.8205
Si 24.9596 -1.9725 2.786
Si 13.4559 -0.0291 4.1086
Si 13.4179 3.8327 4.0966
Si 13.4951 -7.7515 3.9885
Si 13.421 -3.8556 4.2314
Si 17.3477 -0.0336 4.0994
Si 17.3938 3.8386 4.2001
Si 17.2762 -7.7327 4.0244
Si 17.3394 -3.8752 4.1602
Si 21.2015 -0.0102 4.1176
Si 21.2196 3.8202 4.1753
Si 21.1295 -7.6424 4.1646
Si 21.1741 -3.8084 4.1362
Si 25.0406 0.0422 4.0311
Si 25.0492 3.8875 4.1051
Si 25.0117 -7.6566 4.0828
Si 24.9395 -3.8145 4.2296
Si 15.4059 -0.0239 5.4392
Si 15.3888 3.8357 5.4326
Si 15.3792 -7.7109 5.4085
Si 15.4009 -3.8642 5.4975
Si 19.2612 -0.0073 5.4711
Si 19.295 3.8239 5.5404
Si 19.1804 -7.6901 5.4573
Si 19.2532 -3.8331 5.504
Si 23.1367 0.0102 5.4506
Si 23.1398 3.8681 5.4933
Si 23.0922 -7.681 5.471
Si 23.0394 -3.8317 5.5587
Si 11.5256 0.0005 5.4422
Si 11.5463 3.8633 5.4864
Si 11.5677 -7.6996 5.3865
Si 11.4926 -3.8443 5.5334
Si 15.3968 1.8902 12.2632
Si 15.3652 5.7859 12.2773
Si 15.3762 -5.7646 12.3071
Si 15.376 -1.9497 12.307
Si 19.243 1.942 12.281
Si 19.2293 5.7679 12.2552
Si 19.219 -5.7607 12.2703
Si 19.213 -1.9259 12.2732
Si 23.0894 1.9408 12.2434
Si 23.0798 5.7613 12.2525
Si 23.0774 -5.7896 12.2261
Si 23.0794 -1.9015 12.2175
Si 11.5959 1.9201 12.1826
Si 11.5729 5.7774 12.2041
Si 11.5615 -5.8071 12.2087
Si 11.5526 -1.9285 12.2013
Si 13.4757 1.8548 13.6175
Si 13.4396 5.8104 13.6524
Si 13.4329 -5.7761 13.6612
Si 13.4233 -1.9816 13.6448
Si 17.3126 1.9016 13.6398
Si 17.3045 5.7669 13.6113
Si 17.3111 -5.7464 13.6664
Si 17.3055 -1.9446 13.6759
Si 21.1796 1.9534 13.6302
Si 21.1515 5.7852 13.6127
Si 21.1649 -5.7873 13.5928
Si 21.1654 -1.9004 13.5828
Si 25.0573 1.9757 13.5268
Si 25.0413 5.7626 13.5512
Si 25.0119 -5.8134 13.5459
Si 25.0088 -1.8665 13.5416
Si 13.4613 -0.0846 15.013
Si 13.4757 3.8176 14.9058
Si 13.4334 -7.6549 15.0845
Si 13.3373 -3.8768 15.0708
Si 17.3576 -0.015 15.0347
Si 17.2704 3.8446 14.9598
Si 17.3331 -7.7036 14.9755
Si 17.257 -3.8456 15.0887
Si 21.1541 0.0092 14.9645
Si 21.1898 3.8881 14.9912
Si 21.1358 -7.6871 14.9921
Si 21.1742 -3.8411 14.8901
Si 25.0386 0.0887 14.8712
Si 25.0933 3.8612 14.9134
Si 24.9804 -7.7386 14.9141
Si 25.0041 -3.8428 14.7853
Si 15.4251 -0.0807 16.3783
Si 15.3267 3.8439 16.3179
Si 15.4644 -7.7004 16.3765
Si 15.2512 -3.8781 16.4489
Si 19.3016 -0.0345 16.4279
Si 19.193 3.8258 16.2786
Si 19.2295 -7.6888 16.3868
Si 19.3215 -3.8356 16.2943
Si 23.128 0.124 16.2137
Si 23.2091 3.9827 16.2725
Si 23.0786 -7.6676 16.3128
Si 23.1391 -3.8112 16.1597
Si 11.4106 -0.0358 16.2009
Si 11.6356 3.7997 16.3183
Si 11.3709 -7.6625 16.3199
Si 11.2902 -3.9026 16.3201
Si 15.3069 1.9022 17.6431
Si 15.3917 5.7461 17.7401
Si 15.5393 -5.8007 17.793
Si 15.5814 -1.9813 17.8096
Si 19.2369 1.9431 17.7244
Si 19.2278 5.7219 17.6761
Si 19.3732 -5.7218 17.6811
Si 19.5532 -2.0057 17.7544
Si 23.0705 2.0707 17.5781
Si 23.0586 5.8604 17.7635
Si 23.5526 -5.6991 17.5065
Si 23.5987 -1.8618 17.3757
Si 11.5128 1.8001 17.6522
Si 11.6618 5.7996 17.6079
Si 10.6033 -5.7934 17.6078
Si 10.5946 -1.9083 17.3938
Si 13.4174 1.5505 19.0333
Si 13.5033 6.3957 18.9827
Si 14.2031 -6.7393 19.5037
Si 14.3428 -1.4284 19.7503
Si 17.2143 2.1401 18.9529
Si 17.9805 -9.125 21.848
Si 17.4996 -5.12 18.9783
Si 17.589 -2.6356 18.9642
Si 21.1713 2.8107 18.8082
Si 21.1419 5.2136 18.9396
Si 21.0545 -5.8445 19.316
Si 21.7705 -1.6857 18.8025
Si 9.5678 2.1571 18.9029
Si 10.1269 5.2691 19.2697
Si 11.3733 -5.5405 19.8038
Si 11.5895 -2.5041 20.2348
Si 21.0943 -3.3772 21.1665
Si 9.33 -8.9651 24.0029
Si 22.0073 -4.6383 23.7666
Si 17.3148 5.2956 18.9821
Si 16.9599 -1.9663 21.1215
Si 8.6602 3.502 23.794
Si 21.4094 0.6779 20.6692
Si 16.7435 -4.1348 23.3314
Si 21.6619 3.1181 -8.3521
Si 16.5272 -6.5316 21.5914
Si 13.7677 3.2043 21.6774
Si 16.4261 1.9679 21.7861
Si 24.4071 -3.5456 -8.8867
Si 24.0607 1.1358 21.7878
Si 12.4778 -9.4753 21.044
Si 9.2255 -3.263 24.8003
Si 24.7296 -0.8623 -7.2732
Si 15.5825 -8.3924 -7.3349
Si 14.3688 -3.6751 25.0879
Si 22.6096 -7.2874 -7.6326
Si 17.5584 -6.1596 -7.0714
Si 11.7643 -5.0922 24.5827
Si 22.0759 -7.7194 23.3598
Si -18.8843 -0.8702 -5.6277
Si 11.165 -7.1415 22.2657
Si 20.8904 -0.1325 24.7297
Si 15.0042 4.2718 -5.941
Si 22.2195 5.3118 -6.4956
Si 14.1827 -2.5015 -4.6076
Si 18.2295 3.6543 23.5156
Si 16.779 -3.7209 -5.4441
Si 12.088 -0.0735 25.0371
Si 20.404 -5.3243 -7.1493
Si -20.9632 -7.5824 -8.6795
Si 20.9597 2.979 24.6407
Si -17.4864 -0.1919 -8.2558
Si 21.0929 -3.5249 -4.6938
Si 19.4176 -1.012 22.1458
Si 23.3054 4.9874 -2.5378
Si 15.1338 2.4135 -8.3017
Si 20.9417 6.6806 20.783
Si 10.2072 -1.2583 22.7662
Si 20.1181 -0.559 -5.1455
Si 18.1823 -1.387 -7.154
Si 20.7532 5.7148 -3.7044
Si 22.5593 0.9855 -6.3314
Si 14.4466 1.388 23.8504
Si 24.713 -5.6938 -6.6666
Si -18.5978 0.6602 -2.9042
Si -19.3916 3.4546 -3.0759
Si -16.9511 -7.3136 -5.1009
Si 27.1442 7.5669 -0.2449
Si -15.7057 0.0659 -3.1371
Si -14.6774 2.8615 -3.5586
Si -20.8946 5.0537 -7.1346
Si -17.7353 -4.9545 -3.2638
Si -10.5406 0.5052 -2.5562
Si -11.6995 3.3152 -2.7946
Si -12.1636 -7.5651 -2.8444
Si -12.2621 -4.3794 -3.0395
Si -7.4535 -0.0434 -2.232
Si -6.7699 2.4862 -4.0288
Si -3.0945 5.5003 -5.1867
Si -7.1236 -3.0408 -2.9131
Si -14.8658 0.1176 -0.3169
Si -15.9403 4.6156 -1.4048
Si -15.0345 -8.2502 -2.8482
Si -16.3467 -6.511 -0.8294
Si -11.7866 0.014 0.3155
Si -11.1668 3.8577 0.115
Si -11.113 -7.6774 0.1161
Si -11.3246 -3.8809 -0.0958
Si -6.9959 0.0732 0.0535
Si -8.0283 4.0072 0.1688
Si -7.9873 -7.6134 0.1875
Si -8.1549 -3.7394 -0.0373
Si -4.5878 0.1735 -0.1788
Si -3.5388 3.9195 -0.2049
Si -5.9141 -7.9 -2.2653
Si -5.1729 -5.2784 -3.8191
Si -15.3799 2.3854 1.5832
Si -15.3257 4.8487 1.4672
Si -15.5948 -5.369 1.179
Si -15.491 -2.2451 1.4554
Si -11.4421 1.9838 1.4903
Si -11.5126 5.7773 1.3957
Si -11.5774 -5.7389 1.3297
Si -11.5214 -2.0243 1.373
Si -7.576 1.9918 1.3052
Si -7.7532 5.8625 1.5282
Si -7.7686 -5.6194 1.3638
Si -7.6681 -1.8457 1.2941
Si -3.8011 1.9659 1.1827
Si -3.8568 5.7827 1.2185
Si -3.977 -5.3583 1.4685
Si -3.8824 -2.2824 1.4368
Si -17.3442 1.8933 2.7427
Si -17.3003 5.6549 2.5944
Si -17.362 -5.7393 2.7208
Si -17.3524 -2.009 2.8304
Si -13.4067 1.9549 2.7955
Si -13.4712 5.6675 2.7004
Si -13.6043 -5.792 2.5298
Si -13.48 -1.9966 2.6888
Si -9.4885 1.9389 2.7522
Si -9.6626 5.8023 2.8586
Si -9.6788 -5.6972 2.7464
Si -9.5855 -1.8812 2.7065
Si -5.6704 2.0459 2.6697
Si -5.7277 5.8157 2.686
Si -5.8822 -5.6476 2.7707
Si -5.8091 -1.953 2.7455
Si -17.3201 -0.0315 4.0896
Si -17.3641 3.8272 4.0978
Si -17.2976 -7.7552 3.9611
Si -17.3426 -3.8992 4.1925
Si -13.4648 -0.0429 4.0402
Si -13.3995 3.8399 4.1728
Si -13.5484 -7.7069 3.9501
Si -13.5099 -3.9168 4.0314
Si -9.6006 0.0179 4.0955
Si -9.5777 3.8457 4.1406
Si -9.6604 -7.6224 4.1234
Si -9.6235 -3.7909 4.1021
Si -5.7464 0.0547 3.999
Si -5.7253 3.9106 4.0807
Si -5.7763 -7.6383 4.0376
Si -5.8411 -3.7987 4.1842
Si -15.3765 -0.0162 5.4227
Si -15.3929 3.8432 5.4256
Si -15.4132 -7.7034 5.3823
Si -15.3799 -3.8739 5.4656
Si -11.5529 -0.0019 5.4282
Si -11.4992 3.8403 5.5113
Si -11.6299 -7.6625 5.3942
Si -11.5839 -3.8466 5.4136
Si -7.6552 0.0268 5.4148
Si -7.6482 3.8853 5.4527
Si -7.6966 -7.6637 5.4294
Si -7.7476 -3.8146 5.5139
Si -19.2337 -0.0016 5.4508
Si -19.2279 3.8621 5.4981
Si -19.201 -7.6901 5.4007
Si -19.2627 -3.8566 5.5246
Si -15.3775 1.8931 12.2781
Si -15.4096 5.8039 12.2941
Si -15.402 -5.7522 12.3406
Si -15.3993 -1.9249 12.3215
Si -11.5282 1.9565 12.2593
Si -11.5503 5.7934 12.2352
Si -11.5647 -5.7487 12.2616
Si -11.5553 -1.8958 12.2421
Si -7.6822 1.9545 12.2157
Si -7.6956 5.7764 12.1987
Si -7.7176 -5.7776 12.1931
Si -7.7029 -1.88 12.1811
Si -19.1553 1.9353 12.2386
Si -19.185 5.8002 12.2427
Si -19.1864 -5.7881 12.2741
Si -19.2016 -1.8967 12.2486
Si -17.2771 1.8632 13.6774
Si -17.3252 5.8341 13.6938
Si -17.323 -5.7702 13.742
Si -17.3359 -1.941 13.6952
Si -13.4514 1.9212 13.6301
Si -13.4651 5.8075 13.6117
Si -13.4599 -5.7372 13.6824
Si -13.4499 -1.901 13.6531
Si -9.5903 1.9625 13.6082
Si -9.6149 5.8067 13.5677
Si -9.6232 -5.7802 13.5848
Si -9.6107 -1.8613 13.5589
Si -5.7113 1.9897 13.5097
Si -5.7369 5.7662 13.5011
Si -5.7725 -5.7936 13.4964
Si -5.77 -1.8521 13.5001
Si -17.2964 -0.0645 15.1154
Si -17.2869 3.8438 14.9408
Si -17.3152 -7.6643 15.1791
Si -17.4422 -3.8358 15.1118
Si -13.4014 0.0144 15.0355
Si -13.4898 3.8749 14.9302
Si -13.4558 -7.6864 15.0237
Si -13.4889 -3.7975 15.0498
Si -9.6262 0.0352 14.9753
Si -9.5616 3.9135 14.9411
Si -9.6671 -7.696 14.9829
Si -9.594 -3.8072 14.8488
Si -5.7398 0.0927 14.8463
Si -5.6519 3.8868 14.8976
Si -5.8187 -7.7254 14.8468
Si -5.7658 -3.8248 14.7446
Si -15.2941 -0.0123 16.4325
Si -15.4071 3.9236 16.3169
Si -15.2843 -7.6962 16.5032
Si -15.4785 -3.7821 16.398
Si -11.4858 0.0157 16.4565
Si -11.5514 3.8666 16.2177
Si -11.5593 -7.7226 16.4237
Si -11.437 -3.7896 16.2593
Si -7.6368 0.1287 16.2081
Si -7.5501 3.989 16.2276
Si -7.7067 -7.6567 16.2627
Si -7.6302 -3.7801 16.1124
Si 26.8307 -0.0799 16.3891
Si 26.9972 3.7245 16.3083
Si 26.7827 -7.6968 16.4116
Si 26.6794 -3.8576 16.403
Si -15.3855 2.0208 17.6529
Si -15.2407 5.704 17.8912
Si -15.1788 -5.6676 17.7459
Si -15.1763 -1.9372 17.8313
Si -11.5412 2.0482 17.7036
Si -11.5953 5.6557 17.7263
Si -11.3566 -5.6944 17.6127
Si -11.2236 -1.9776 17.7548
Si -7.6889 2.0886 17.5536
Si -7.7061 5.8675 17.6965
Si -7.2305 -5.6779 17.4327
Si -7.16 -1.8603 17.3753
Si 26.9189 1.8107 17.7554
Si 27.0311 5.6586 17.5945
Si 26.0168 -5.7835 17.6415
Si 26.0392 -1.9344 17.6896
Si 28.9037 1.6481 19.0553
Si 28.8808 6.1769 18.947
Si -16.5889 -6.2381 19.5037
Si -16.4745 -1.394 19.7486
Si -13.5065 2.516 18.9561
Si -12.8435 -9.4321 21.3985
Si -13.2043 -5.0924 18.9089
Si -13.1763 -2.6326 18.9779
Si -9.5838 2.8085 18.7914
Si -9.6046 5.1954 18.8627
Si -9.6877 -5.8122 19.2498
Si -9.0041 -1.6829 18.7904
Si 24.94 2.1753 18.9984
Si 25.5353 5.2511 19.319
Si -19.4047 -5.3673 19.8067
Si -19.4269 -2.3645 19.9169
Si -9.6717 -3.3975 21.1619
Si 24.7078 -8.9193 23.9694
Si -8.7005 -4.694 23.7331
Si -13.3648 4.9888 19.217
Si -13.857 -2.078 21.1464
Si 23.8766 3.5454 23.7167
Si -9.3788 0.6584 20.6467
Si -13.8682 -4.3235 23.3504
Si -9.0337 3.1965 -8.4007
Si -14.1983 -6.6021 21.4291
Si -16.9205 3.2531 21.7335
Si -14.2671 2.0207 21.8047
Si -6.2295 -3.5573 -8.8428
Si -6.7058 1.1229 21.7425
Si -18.2501 -9.5112 21.0722
Si 24.6435 -3.2674 24.6471
Si -6.0201 -0.8321 -7.2688
Si -15.2295 -8.2807 -7.3095
Si -16.3531 -3.7519 25.1156
Si -8.1146 -7.2349 -7.6678
Si -13.1651 -6.1322 -7.0565
Si -18.9523 -5.1005 24.5569
Si -8.7387 -7.7901 23.269
Si -3.4702 -0.8198 -5.631
Si -19.5285 -7.1458 22.2314
Si -9.9041 -0.1161 24.7072
Si -15.7553 4.2623 -6.0975
Si -8.5598 5.3765 -6.5256
Si -16.5537 -2.5247 -4.5741
Si -12.4586 3.664 23.4844
Si -13.9729 -3.6371 -5.463
Si -18.5665 -0.1864 24.8222
Si -10.3563 -5.3231 -7.0312
Si -5.6297 -7.6267 -8.8572
Si -9.768 2.9923 24.6483
Si -2.1166 -0.175 -8.3058
Si -9.7558 -3.3997 -4.6799
Si -11.3855 -1.05 22.1363
Si -7.5402 5.0179 -2.6045
Si -15.5882 2.3535 -8.5065
Si -9.8383 6.6811 20.644
Si -20.4223 -1.2131 22.6476
Si -10.6626 -0.4701 -5.2716
Si -12.5664 -1.3398 -7.2578
Si -10.0847 -9.5925 -3.7588
Si -8.1772 1.0286 -6.3953
Si -16.2295 1.379 23.8069
Si -5.8574 -5.8027 -6.7632
Si -0.001 -1.9421 6.76
Si 0.0024 1.8959 6.7442
Si -0.0116 -9.6289 6.7273
Si -0.0128 -5.7959 6.7427
Si 3.8192 -1.9448 6.7778
Si 3.8392 1.8837 6.8156
Si 3.83 -9.6001 6.7768
Si 3.8114 -5.7855 6.7723
Si 7.678 -1.8924 6.7911
Si 7.7088 1.9171 6.7683
Si 7.6887 -9.6094 6.767
Si 7.6699 -5.7669 6.7855
Si -3.8517 -1.9083 6.7849
Si -3.8372 1.9162 6.772
Si -3.8312 -9.5862 6.7627
Si -3.8371 -5.7841 6.7646
Si 15.4034 -1.9286 6.8268
Si 15.4019 1.9086 6.7909
Si 15.3959 -9.6243 6.7845
Si 15.3918 -5.8029 6.8085
Si 19.2447 -1.9139 6.8515
Si 19.2466 1.8964 6.8613
Si 19.2461 -9.6055 6.8376
Si 19.2215 -5.7756 6.8341
Si 23.0951 -1.8867 6.8616
Si 23.1151 1.9258 6.8286
Si 23.1026 -9.5945 6.8431
Si 23.0799 -5.7794 6.8618
Si 11.5215 -1.9033 6.8365
Si 11.5443 1.9176 6.8083
Si 11.5477 -9.5896 6.8018
Si 11.543 -5.8039 6.8083
Si -15.3767 -1.9315 6.8014
Si -15.3781 1.9157 6.7826
Si -15.3866 -9.6118 6.7739
Si -15.39 -5.7984 6.7947
Si -11.5677 -1.925 6.7894
Si -11.5492 1.9053 6.8259
Si -11.5564 -9.5794 6.795
Si -11.5794 -5.7605 6.789
Si -7.6984 -1.8739 6.8211
Si -7.6712 1.9427 6.7891
Si -7.6873 -9.5782 6.8022
Si -7.7077 -5.7618 6.8181
Si -19.2318 -1.9112 6.8386
Si -19.2245 1.9183 6.8229
Si -19.2179 -9.5855 6.8159
Si -19.2239 -5.7984 6.8283
Si 1.9024 -1.9364 8.1459
Si 1.8974 1.9016 8.1492
Si 1.8927 -9.6293 8.1251
Si 1.8915 -5.7851 8.133
Si 5.7444 -1.9229 8.1363
Si 5.7774 1.8995 8.1331
Si 5.7549 -9.603 8.1194
Si 5.7396 -5.7979 8.1294
Si 9.5924 -1.9223 8.17
Si 9.6184 1.9184 8.1523
Si 9.6123 -9.6153 8.1367
Si 9.6013 -5.7861 8.1423
Si -1.9183 -1.9327 8.1279
Si -1.906 1.9101 8.1192
Si -1.9055 -9.6062 8.1195
Si -1.9178 -5.7707 8.1244
Si 17.3148 -1.9208 8.202
Si 17.3024 1.9139 8.1926
Si 17.3051 -9.6212 8.1781
Si 17.301 -5.7792 8.1915
Si 21.164 -1.8997 8.2075
Si 21.1805 1.9153 8.1881
Si 21.1654 -9.6002 8.1887
Si 21.145 -5.7868 8.1976
Si -21.1404 -1.9178 8.2125
Si -21.1319 1.9289 8.1967
Si -21.1297 -9.599 8.191
Si -21.1438 -5.7811 8.1967
Si 13.4697 -1.9278 8.1665
Si 13.4838 1.9106 8.1509
Si 13.4848 -9.6082 8.1483
Si 13.4707 -5.781 8.163
Si -13.4706 -1.9159 8.1811
Si -13.479 1.9284 8.1799
Si -13.4792 -9.6045 8.1664
Si -13.4828 -5.7679 8.1761
Si -9.6404 -1.8954 8.1545
Si -9.6089 1.929 8.1465
Si -9.6289 -9.5794 8.1451
Si -9.6478 -5.7674 8.1505
Si -5.765 -1.9109 8.1619
Si -5.7492 1.9342 8.1459
Si -5.7494 -9.5939 8.1389
Si -5.7611 -5.7653 8.1395
Si -17.2923 -1.9239 8.1728
Si -17.2855 1.9206 8.1608
Si -17.284 -9.5975 8.1625
Si -17.2955 -5.7684 8.1758
Si 1.9002 -0.0207 9.5139
Si 1.8871 3.8364 9.501
Si 1.8902 -7.7065 9.4954
Si 1.8878 -3.866 9.5067
Si 5.7465 -0.0092 9.5045
Si 5.7462 3.8439 9.4592
Si 5.7438 -7.7068 9.4975
Si 5.743 -3.8639 9.4764
Si 9.6148 0.0008 9.5139
Si 9.6253 3.8488 9.5035
Si 9.6091 -7.7039 9.5
Si 9.6103 -3.8651 9.5068
Si -1.9025 -0.0109 9.4813
Si -1.8995 3.8449 9.469
Si -1.901 -7.6868 9.4831
Si -1.9199 -3.8527 9.4978
Si 17.3074 -0.0034 9.5631
Si 17.3004 3.8459 9.5479
Si 17.3005 -7.7002 9.5492
Si 17.3007 -3.8535 9.5529
Si 21.1529 0.0131 9.5667
Si 21.16 3.8505 9.5278
Si 21.147 -7.6962 9.5616
Si 21.1577 -3.8454 9.539
Si -21.1336 0.0121 9.5557
Si -21.1231 3.8594 9.5522
Si -21.1412 -7.6913 9.5588
Si -21.1305 -3.8539 9.5577
Si 13.4893 -0.0081 9.5158
Si 13.4954 3.8462 9.4953
Si 13.4907 -7.6975 9.5167
Si 13.4737 -3.8554 9.523
Si -13.4719 0.0066 9.5437
Si -13.4832 3.8602 9.5403
Si -13.483 -7.6835 9.5423
Si -13.4847 -3.8424 9.5469
Si -9.6295 0.0233 9.5194
Si -9.6314 3.8672 9.4885
Si -9.6383 -7.6758 9.5205
Si -9.6362 -3.8318 9.5027
Si -5.7538 0.0177 9.5075
Si -5.7478 3.864 9.5034
Si -5.759 -7.6791 9.5012
Si -5.7618 -3.8455 9.5124
Si -17.2799 0.0008 9.5235
Si -17.2738 3.8557 9.513
Si -17.2798 -7.683 9.5338
Si -17.2922 -3.8439 9.5444
Si -0.0155 -0.0464 10.8842
Si -0.0217 3.8298 10.8955
Si -0.0143 -7.6801 10.8884
Si -0.0205 -3.8664 10.8984
Si 3.8223 -0.0102 10.8691
Si 3.8275 3.8323 10.8331
Si 3.8129 -7.7093 10.8485
Si 3.8232 -3.8696 10.8491
Si 7.6774 0.0028 10.8403
Si 7.6642 3.8479 10.8167
Si 7.6746 -7.7281 10.8308
Si 7.663 -3.8729 10.8361
Si -3.8131 0.0096 10.8396
Si -3.7996 3.8594 10.844
Si -3.8173 -7.6789 10.8319
Si -3.8309 -3.8481 10.8711
Si 15.3831 -0.0323 10.9176
Si 15.3791 3.8432 10.9196
Si 15.3829 -7.6817 10.9198
Si 15.3798 -3.8564 10.9209
Si 19.2266 0.0121 10.9282
Si 19.2351 3.8471 10.8931
Si 19.2169 -7.6903 10.9129
Si 19.2323 -3.8433 10.9032
Si 23.0892 0.0224 10.888
Si 23.0842 3.8548 10.8802
Si 23.0822 -7.7095 10.8903
Si 23.0857 -3.8499 10.8901
Si 11.5611 -0.0087 10.8455
Si 11.5796 3.852 10.8434
Si 11.557 -7.705 10.8355
Si 11.5433 -3.8663 10.8652
Si -15.386 -0.0201 10.9176
Si -15.3935 3.8545 10.9367
Si -15.3906 -7.6634 10.9357
Si -15.3918 -3.844 10.9448
Si -11.5453 0.0335 10.8938
Si -11.5438 3.8669 10.8755
Si -11.5578 -7.6692 10.8897
Si -11.5487 -3.8296 10.8896
Si -7.6896 0.0388 10.845
Si -7.7013 3.8626 10.8363
Si -7.695 -7.6902 10.8406
Si -7.7074 -3.8349 10.854
Si -19.1902 0.0136 10.8842
Si -19.1723 3.8657 10.8909
Si -19.195 -7.679 10.8843
Si -19.2014 -3.8485 10.9213
O -1.7244 0.2168 -2.365
O 11.0548 0.4474 -1.7553
O 10.9212 3.7159 -1.4404
O -2.0084 4.1084 -0.7838
O -4.4459 5.4233 -6.0472
O 1.6565 -7.6005 -7.1369
O -1.808 -5.8278 -4.6382
O 9.4168 -6.5412 -3.2022
O 0.8658 -0.0116 -2.0016
O 0.0928 3.2879 -2.1383
O 2.3014 2.7889 -3.4509
O -0.2174 -7.7659 -4.1718
O 1.9059 -8.6991 -3.1156
O -1.4813 -5.5714 -1.9238
O 6.0904 -0.1543 -1.9783
O 5.7858 3.844 -0.2963
O 3.3446 3.9357 -1.2912
O 3.4459 -7.7906 -1.2647
O 5.8399 -7.6419 -0.3033
O 3.1635 -4.0742 -1.5414
O 5.6428 -3.8229 -0.4922
O 8.1954 4.3962 -1.169
O 9.9674 2.9141 -3.8261
O 8.3635 -7.6023 -1.0727
O 8.0464 -3.7079 -1.3801
O 9.5434 -3.7814 -3.4134
O 0.1918 -1.1544 0.2118
O 0.3013 5.1222 -0.156
O 0.3535 -7.359 -1.5589
O -0.0293 -3.7692 0.7768
O 11.516 -1.2975 0.1639
O -5.9092 -6.6032 -3.2316
O 11.5398 -3.8365 0.9035
O 11.3966 -6.3714 0.1932
O 8.7278 -9.3438 18.9407
O 7.2214 -5.6482 18.841
O -2.469 -5.6836 19.821
O -2.3171 -2.3766 19.9929
O -3.5825 0.0679 -4.289
O -2.9528 2.3301 -3.1213
O 11.8075 4.8585 -3.6107
O -2.0048 -7.669 -0.464
O 10.4156 -6.6302 -7.6473
O 10.1346 -5.3208 -5.3999
O 8.1933 -7.2378 -8.9416
O -0.4 -1.1763 -4.0586
O 0.0717 1.4257 -3.9929
O 0.3007 3.9615 -4.6905
O 7.9494 -0.413 -6.5091
O -6.2884 4.9808 23.2804
O 4.0467 -0.3228 -3.5174
O 5.2727 -2.0541 -5.1048
O 4.6227 2.0063 -2.492
O 4.3837 4.3921 -3.686
O 4.5372 -4.2077 -3.7334
O 1.315 -5.2039 -6.0776
O 8.1466 1.2176 -2.9232
O 8.0268 1.9728 -5.4111
O 8.1338 -6.8084 -6.3812
O 4.6996 -4.3567 -8.3954
O 7.0283 -3.5436 -3.8607
O -1.6464 0.109 19.6419
O -4.4715 5.708 20.6658
O 1.7816 -3.354 21.9766
O -0.348 -6.8564 20.7553
O 0.0371 -1.535 20.9448
O 5.2393 -4.4838 24.714
O 0.3243 1.0557 22.694
O 2.1935 5.3288 20.5717
O 8.8902 -2.0836 -8.2816
O 6.5111 -3.6834 22.5406
O 4.6817 -0.8729 23.4665
O 6.4869 -0.3037 19.3822
O 5.7662 5.3691 20.3532
O 7.0513 1.1812 21.4794
O 5.5366 -7.4366 19.8332
O 5.2795 -4.8829 20.5171
O 3.4372 -0.417 -6.0247
O 6.7711 -2.8261 20.0419
O 9.4317 1.2707 20.2639
O 4.5703 -2.3914 21.3395
O -5.6468 3.7444 19.48
O -4.4186 -3.9576 20.1698
O -4.7538 -6.5077 20.8221
O 0.2393 -3.322 24.0047
O -4.5591 -1.5288 21.1014
O 9.7828 0.3554 -8.2078
O 2.5346 5.1836 23.1825
O 1.8773 -0.5566 -8.0992
O -0.1304 2.2551 24.9931
O 2.0732 -5.906 20.4302
O 2.6495 -4.4092 24.2908
O 0.3577 5.5781 -6.7587
O 4.0751 -8.5855 21.6995
O 4.6278 0.3106 21.1004
O 8.952 2.4893 22.5782
O -8.3253 3.6579 24.3515
O 6.8846 -6.0963 23.4428
O -5.8182 2.9063 24.7534
O 10.4391 -1.3169 -6.2605
O 6.7697 -8.871 -7.48
O 2.3225 3.1923 25.0545
O -2.94 -8.0839 21.9836
O -3.7257 -0.9994 23.5836
O 0.8541 -5.6198 22.7862
O 12.8148 -2.0983 -5.3642
O 1.5922 1.6454 20.3115
O -1.237 1.1325 -8.5765
O -7.3615 -4.269 24.5108
O 5.9519 -6.4413 -7.8098
O 1.9769 -5.4679 -8.6029
O -7.5777 -8.3521 24.2306
O 5.3251 -8.1195 24.1173
O 5.803 0.5308 -5.384
O -5.8037 0.1633 22.6547
O 6.3379 -9.6205 -2.5278
O 6.2008 5.7284 -5.1015
O -0.1632 -3.2138 -5.5391
O -5.8755 -2.4657 23.1988
O 0.0607 3.3932 21.5852
O -2.1025 2.6329 20.3089
O 5.995 4.0473 -7.0685
O 1.5863 -7.9932 22.0752
O -5.3837 -7.9295 22.935
O -0.1438 2.9775 -7.0338
O -1.6101 0.1785 24.4487
O 7.6003 3.7947 -3.5981
O 3.6968 -6.0031 -6.6253
O 2.2285 -2.7225 -6.4553
O -1.6204 -3.4908 -3.3764
O 5.7964 -4.4873 -5.9953
O 2.4532 2.6456 22.5144
O -2.3075 -3.9851 24.3037
O -3.9158 1.161 25.2315
O -4.8208 -4.147 24.9586
O -2.6919 -8.3369 -4.9493
O 7.113 3.5637 24.2712
O 4.0921 -1.8553 -8.1172
O -1.9327 4.6624 -5.9459
O 12.6419 0.0673 -6.7702
O -3.7876 -5.818 23.1328
O 6.9144 -0.9281 24.9109
O -0.928 -7.437 -6.6445
O -0.1122 -8.4157 -8.9315
O 4.5568 3.6201 23.7336
O -1.8989 2.3722 22.9873
O 5.7528 1.3638 24.3487
O -1.239 -1.5245 -8.476
O 9.8059 -9.1507 -8.1949
O 2.4996 -0.8985 21.8533
O 13.5434 0.1644 -2.5104
O -19.6595 0.3858 -1.7204
O -19.8378 3.7302 -1.5345
O 13.4231 4.0565 -0.8273
O 10.9658 5.3768 -6.0056
O 16.9768 -7.6531 -6.9958
O 11.6613 -5.193 -3.2414
O -19.8119 -8.1141 -1.6359
O 17.5039 0.0725 0.0991
O 16.0205 -0.0618 -1.9202
O 15.6129 3.2132 -2.0635
O 17.8011 2.6604 -3.422
O 15.2131 -8.1456 -4.4739
O 13.8039 -5.5108 -1.8532
O 19.8855 -0.0367 -1.0501
O 21.877 -0.1548 -2.6749
O 21.2315 3.8213 -0.2795
O 18.8088 3.7257 -1.2483
O 18.7871 -7.7846 -1.2228
O 21.2274 -7.6466 -0.3149
O 18.582 -4.0623 -1.4761
O 21.0695 -3.8466 -0.4857
O 23.6751 4.4115 -1.0718
O -20.599 2.9693 -4.0329
O 23.7964 -7.6441 -1.0367
O 23.4853 -3.8207 -1.4134
O 15.3423 1.4972 0.1972
O 15.2154 -1.1765 0.3082
O 15.6906 5.1225 -0.1209
O 15.6465 -7.3216 -2.0076
O 15.3757 -3.7677 0.9824
O 15.2451 -6.2837 0.2518
O -19.2657 -1.3081 0.2153
O -19.2769 -3.8394 0.9371
O -19.5449 -6.3579 0.2381
O 24.1758 -9.2944 18.9883
O 22.6207 -5.6229 18.8871
O 12.9792 -5.7576 19.9423
O 11.0208 -1.7218 18.9528
O 13.2029 -2.5076 20.1626
O 11.6037 0.025 -4.3217
O 12.3394 2.3074 -3.1715
O -18.6967 4.772 -3.6644
O 13.3576 -7.8567 -0.751
O -20.374 -6.5406 -7.5636
O -20.8296 -5.122 -5.3029
O 23.6203 -7.2772 -8.8964
O 15.0013 -1.1971 -4.1119
O 15.4938 1.4098 -3.9715
O 15.8507 3.9611 -4.6022
O 23.3639 -0.3974 -6.5644
O 9.1247 4.9709 23.3364
O 14.3224 -7.5338 -6.7283
O 19.5474 -0.2989 -3.6558
O 20.7413 -2.0484 -5.2555
O 20.2638 2.0275 -2.6621
O 19.7588 4.4424 -3.6155
O 19.9336 -8.2846 -3.5878
O 19.9795 -4.0305 -3.6524
O 16.8021 -5.2237 -6.0062
O 24.0735 1.0846 -3.0449
O 24.0488 -1.6686 -2.8256
O 23.4634 1.9796 -5.4293
O 23.4775 -6.7231 -6.3609
O 19.9323 -4.2943 -8.2589
O 22.5134 -3.5065 -3.9367
O 13.6269 0.036 19.6328
O 10.8964 5.6339 20.6603
O 17.0573 -3.3174 21.9928
O 15.164 -6.9685 20.82
O 15.4316 -1.4183 20.9666
O 20.6717 -4.5486 24.6736
O 17.3517 3.7112 19.366
O 15.6213 0.957 22.7886
O 17.2432 -9.3857 20.4325
O 24.4388 -2.043 -8.3159
O 21.9012 -3.6332 22.516
O 19.9889 -0.9057 23.6384
O 21.3312 2.2534 20.3565
O 21.666 -0.1153 19.277
O 22.6177 0.4056 21.6865
O 20.8476 -7.3106 19.9543
O 20.6461 -4.7532 20.4564
O 18.8225 -0.3907 -6.078
O 22.0399 -2.5689 20.1441
O 24.7429 1.2387 20.3211
O 19.8122 -2.4532 21.5084
O 9.7138 3.7075 19.3869
O 11.0451 -4.0201 20.2592
O 10.6507 -6.5643 20.8345
O 15.5592 -3.3385 24.0755
O 11.0808 -1.6969 21.5055
O -20.8725 0.4192 -8.0893
O 17.7655 5.1015 22.9545
O 19.3592 -1.7863 -8.1781
O 15.1586 2.2042 25.0513
O 17.4839 -5.8107 20.4827
O 18.0533 -4.2974 24.2727
O 15.6658 5.4864 -6.768
O 19.5565 -8.9822 21.563
O 20.0166 0.1985 21.2777
O 23.8882 2.6105 22.4024
O 22.1848 -6.1241 23.1673
O 9.5708 3.0457 25.0356
O -20.3331 -1.3385 -6.1755
O 22.0467 -8.7649 -7.4076
O 22.2457 1.7291 -7.7411
O 12.4225 -8.1539 22.0098
O 11.2143 -0.5968 23.8104
O 16.1829 -5.5581 22.8303
O -17.9504 -2.1414 -5.289
O 16.8653 1.3319 20.3521
O 14.1281 1.1815 -8.5889
O 7.8449 -4.0867 24.77
O 21.3983 -6.3054 -7.9201
O 17.3182 -5.5623 -8.5522
O 7.8952 -8.3432 24.4053
O 20.7094 -8.0464 24.1298
O 21.2001 0.5731 -5.5588
O 9.0826 -0.1767 22.3832
O 21.8379 5.6678 -2.5018
O 21.615 5.6695 -5.0567
O 15.2383 -3.2694 -5.5389
O 9.4811 -2.561 23.3683
O 15.3919 3.2206 21.5436
O 13.1799 2.5535 20.3095
O 21.3484 4.1006 -7.1107
O 17.3006 -7.7486 22.3194
O 22.0798 -8.4878 21.9295
O 9.9684 -7.9634 22.9313
O 15.0255 2.8946 -6.7762
O 13.605 0.177 24.5082
O 23.1929 3.6773 -3.4845
O 19.1209 -6.1731 -6.6612
O 13.742 -3.52 -3.438
O 21.137 -4.5687 -5.9263
O 17.7798 2.5131 22.4645
O 12.9659 -4.0248 24.3559
O 16.6414 1.9477 -8.6474
O 14.2066 -1.4651 -8.3212
O 12.604 -8.3199 -4.847
O 22.3754 3.6842 24.3113
O 13.477 4.6728 -5.6143
O -18.1102 -0.0371 -6.7733
O 11.548 -5.876 23.189
O 22.3222 -0.8732 24.8836
O 6.7316 -8.2615 22.0051
O -12.2596 -3.9717 -1.452
O 15.4092 -8.443 -8.9323
O 19.833 3.6326 23.6808
O 13.1355 4.6739 21.8646
O 13.4183 2.3299 23.0012
O 21.0919 1.4042 24.3132
O -5.0646 3.7927 -8.0392
O -20.8108 -9.0821 -8.1422
O 17.8196 -0.8861 22.0017
O -17.1751 0.065 -2.4632
O -4.2717 0.4623 -1.7582
O -4.4577 3.8089 -1.563
O -15.8939 -9.5685 -2.4836
O -19.8512 5.2714 -5.9452
O -13.8099 -7.5961 -6.9869
O -19.3335 -4.7357 -3.1351
O 17.4102 -8.6801 -3.229
O -13.4055 0.0394 0.302
O -14.6786 -0.0395 -1.9049
O -15.2685 3.3397 -2.1277
O -13.0664 2.7675 -3.4496
O -15.6821 -7.6499 -4.1777
O -13.4718 -8.4613 -3.1817
O -17.171 -5.6019 -1.8937
O -11.2491 0.0323 -1.2058
O -9.0344 -0.0461 -2.554
O -9.5851 3.8493 -0.3129
O -12.0193 3.8135 -1.2785
O -11.966 -7.7003 -1.2534
O -9.5378 -7.6337 -0.3412
O -9.7329 -3.8085 -0.5077
O -7.1728 4.3767 -1.1647
O -5.2553 3.0355 -4.0345
O -6.97 -7.6304 -1.0746
O -7.3313 -3.6684 -1.4328
O -5.9204 -3.8782 -3.5551
O -15.4897 1.5444 0.1453
O -15.7005 -1.1417 0.262
O -15.097 5.1723 -0.1337
O -15.1038 -7.1964 -1.6109
O -15.5029 -3.7546 0.7967
O -3.9241 -1.2894 0.1379
O 17.6153 -2.7135 -6.4127
O -3.9051 -3.8253 0.8761
O -4.1721 -6.3479 0.1849
O -6.6026 -9.2827 18.9302
O -8.1239 -5.5591 18.8323
O -17.7806 -5.2388 19.9486
O -17.8026 -2.289 20.017
O -19.1026 0.0186 -4.2965
O -18.3312 2.2397 -3.0869
O -3.3645 4.8465 -3.7363
O -17.3955 -7.7088 -0.4213
O -4.903 -6.6168 -7.8023
O -7.1355 -6.7733 -6.437
O -12.3502 -7.8435 25.2401
O -15.7086 -1.2217 -4.0999
O -15.313 1.4126 -3.9429
O -15.063 3.9446 -4.6806
O -7.4273 -0.3833 -6.6337
O 24.4576 4.9991 23.3514
O -17.4949 -5.8776 -4.5899
O -11.2598 -0.2143 -3.7962
O -10.0934 -1.9832 -5.3886
O -10.6135 2.1104 -2.7212
O -11.0925 4.5326 -3.6591
O -10.9146 -8.2086 -3.6476
O -10.8802 -3.8179 -3.6205
O -13.8496 -5.1436 -5.9934
O -6.8394 1.2513 -2.9888
O -6.8205 -1.4445 -2.7984
O -7.2531 1.9824 -5.4753
O -5.056 -5.4483 -5.425
O -10.9401 -4.2481 -8.0361
O -8.3866 -3.2603 -3.8716
O -16.9921 0.1564 19.6856
O -19.9949 -6.4889 20.8209
O -13.7275 -3.4334 22.0183
O -15.6951 -6.5895 20.8112
O -15.4186 -1.593 20.9896
O -9.9801 -4.5531 24.6999
O -15.1033 0.9394 22.6951
O -6.2319 -2.0502 -8.2878
O -8.8276 -3.6951 22.4793
O -10.8369 -0.875 23.6321
O -9.4853 2.2355 20.3412
O -9.1009 -0.1054 19.2422
O -8.1545 0.3987 21.6517
O -9.8558 -7.3001 19.8344
O -10.1137 -4.7575 20.4169
O -11.9186 -0.2744 -6.2509
O -8.7558 -2.5425 20.1508
O -6.0338 1.2625 20.2749
O -10.9634 -2.51 21.5604
O -21.0909 3.711 19.5229
O -19.9446 -3.8835 20.2033
O -4.4213 -8.1388 -1.6617
O -15.1024 -3.6591 24.1349
O -20.0691 -1.4648 21.0944
O -5.477 0.4468 -8.0985
O -12.9453 5.0064 22.7208
O -13.6465 -0.5439 -8.1512
O -15.4925 2.2509 24.9484
O -13.2047 -5.8711 20.3709
O -12.5632 -4.3339 24.301
O -15.1408 5.6121 -6.7189
O -11.3042 -8.9442 21.2883
O -10.7651 0.1311 21.2389
O -6.8827 2.5836 22.387
O -19.8375 5.6268 20.6986
O -8.5893 -6.1904 23.1438
O 24.8553 2.9059 24.8113
O -4.955 -1.2335 -6.1163
O -6.9826 4.9579 -6.4671
O -13.1305 3.4131 24.9394
O -19.155 -5.9154 23.1891
O -19.0902 -0.9691 23.5137
O -14.1657 -5.8348 22.8492
O -2.5765 -2.1263 -5.3275
O -17.3721 -7.5508 18.9504
O -13.8066 1.5874 20.3155
O -16.6029 1.1135 -8.503
O 23.3272 -4.2014 24.5756
O -9.2887 -6.1809 -7.8506
O -13.4359 -5.5355 -8.5326
O 23.2812 -8.2395 24.285
O -10.1545 -8.1486 23.9325
O -9.5481 0.6475 -5.628
O 24.9304 0.1825 22.7389
O -8.9912 5.7362 -2.5599
O -9.2245 5.7471 -5.1143
O -15.5379 -3.2723 -5.5681
O 24.906 -2.4605 23.2568
O -17.5981 4.692 21.9742
O -17.4574 2.6835 20.3118
O -9.4095 4.1557 -7.1579
O -13.7805 -8.1416 21.6568
O -8.7291 -8.5238 21.823
O -20.7185 -7.9997 22.8805
O -15.4595 2.9805 -7.0281
O -19.333 1.1967 25.1571
O -7.6679 3.7663 -3.621
O -11.6055 -6.2694 -6.6408
O 17.3895 -3.7763 -3.9231
O -16.9624 -3.5399 -3.3876
O -9.6595 -4.5806 -5.7799
O -12.9049 2.4141 22.5631
O -17.712 -4.094 24.3162
O 17.5667 3.2743 24.9438
O -20.256 -4.2288 24.9631
O -18.1027 -8.4359 -4.9424
O -11.3954 -1.7667 -8.2908
O -17.3414 4.5377 -5.9085
O -2.7183 -0.0174 -6.8155
O -3.7445 -5.121 -3.1066
O -8.4762 -0.8694 24.8415
O 8.2614 -1.463 -2.794
O 18.4128 -6.1247 -3.2
O -16.4205 -7.3876 -6.6333
O 14.9257 5.623 -2.5196
O -15.4583 -8.3548 -8.9021
O -10.8581 3.6775 23.6626
O 13.7696 -5.9583 -4.541
O 10.8786 -8.1356 -1.6636
O -17.2987 2.2965 22.9844
O -9.6841 1.4198 24.2975
O -0.6023 5.7434 -2.4777
O -5.5561 -9.1159 -8.2782
O -12.9905 -0.9623 21.9803
O 1.9678 -3.7861 -3.9711
O -6.4059 -9.2683 -3.0113
O 23.7952 4.909 -6.4719
O -16.605 -1.5409 -8.4182
O -12.3511 -5.9938 -3.2046
O -6.4267 -4.5005 -7.5438
O 8.9032 -9.2289 -3.0284
O -18.2636 -8.1408 21.9609
O 10.4515 -4.2794 25.0896
O 8.7835 -4.5588 -7.5726
O -17.3961 4.1897 -0.8283
O -13.1564 -2.6038 -6.4249
O -2.2525 4.7354 21.8848
O -17.0114 0.1659 24.5118
O 6.7562 1.6427 -7.6784
O 24.39 -9.2552 -2.981
O 10.4316 3.7688 -8.0086
O 24.1558 -4.4979 -7.6068
O 24.8588 -6.5298 -3.1509
O -15.2847 3.313 21.6611
O 8.4496 4.8252 -6.4099
O 0.3288 1.4929 0.1416
O -8.4464 1.806 -7.7967
O -8.7111 -8.7014 -7.4486
O 17.1175 -0.5522 -8.0258
O -20.4688 3.777 -8.0422
O -13.4435 -3.6623 -3.9113
O 4.3981 -8.3169 -3.7066
O 2.8682 -6.1691 -3.215

Results
total energy: -314590.874 eV
total energy less fixed offsets of O -438.25, Si -107.07 eV per atom: -9.284 eV

Forces (eV/angstrom), in the order of the atoms: element, x, y, z
Si -0.088 -0.0455 0.1173
Si -0.1224 -0.0665 0.1159
Si -0.032 -0.0102 0.0516
Si -0.0632 -0.382 0.524
Si 0.005 0.0478 0.1219
Si 0.0214 -0.0106 0.0928
Si -0.0557 0.0103 0.0176
Si 0.0816 -0.1105 0.0412
Si -0.4368 -0.0338 0.6151
Si -0.0145 0.0444 0.1681
Si 0.0792 0.0939 0.0649
Si -0.0142 0.0194 0.2451
Si 0.2734 0.0236 0.5851
Si -0.0291 -0.0842 0.1573
Si 0.1014 -0.0278 -0.0041
Si -0.1347 0.1606 0.2382
Si 0.6893 0.074 0.2461
Si -0.0488 0.1002 0.0488
Si -0.0206 -0.0483 0.2001
Si 0.1798 0.3078 0.5784
Si -0.0617 -0.0549 -0.095
Si -0.22 -0.0744 0.6857
Si -0.2335 0.0297 0.7842
Si -0.1822 0.0768 0.7433
Si 0.0235 0.0655 -0.046
Si 0.1562 -0.1435 0.7215
Si 0.172 0.0055 0.784
Si 0.1224 0.0514 0.7822
Si -0.2958 0.3084 0.507
Si -0.1731 -0.019 0.7747
Si -0.0487 -0.0401 0.065
Si -0.1567 -0.1008 0.1664
Si -0.0479 0.2788 0.4895
Si -0.0835 -0.1335 0.6591
Si -0.0688 -0.5455 0.1384
Si -0.0323 0.1103 0.7244
Si -0.0012 0.085 -0.0468
Si 0.0248 0.0279 -0.0587
Si 0.0392 -0.0104 -0.0716
Si 0.0352 -0.0446 -0.0471
Si -0.0386 0.0344 -0.0197
Si -0.0041 0.021 0.0061
Si -0.0451 -0.0244 -0.0429
Si -0.0429 -0.0654 -0.0011
Si 0.0342 0.0236 -0.0817
Si 0.0156 0.0149 -0.0714
Si 0.0279 -0.1588 0.7747
Si -0.0118 0.2445 0.7318
Si 0.0145 -0.0033 0.0465
Si 0.0459 0.0576 -0.0164
Si -0.0135 -0.0151 -0.0287
Si -0.0135 -0.0237 -0.0458
Si 0.0029 -0.0457 0.0438
Si -0.0264 0.0141 -0.0066
Si -0.0236 -0.0036 0.0188
Si -0.0216 0.0306 0.0041
Si 0.0073 0.005 0.0166
Si -0.0194 0.0106 0.0348
Si 0.0001 0.0278 0.0436
Si -0.0326 -0.0325 -0.0024
Si 0.0242 -0.0548 -0.0254
Si -0.0282 0.0391 0.0107
Si 0.0312 -0.0061 0.0032
Si -0.0034 0.0124 -0.0248
Si 0.0397 0.0046 -0.0243
Si 0.0116 -0.0031 -0.0273
Si 0.0046 0.0113 -0.0184
Si 0 -0.0126 0.0368
Si -0.0204 -0.0057 -0.0232
Si -0.0368 -0.0163 0.0062
Si 0.0026 0.0109 -0.0274
Si -0.0293 -0.0255 -0.0161
Si 0.0028 -0.0044 0.0126
Si -0.0068 0.0323 -0.0215
Si -0.0132 -0.0062 0.0085
Si 0.0217 -0.0088 -0.0321
Si 0.0268 0.0035 -0.0337
Si 0.0176 0.0405 -0.0113
Si 0.004 -0.0215 -0.0099
Si 0.0273 0.0048 0.0075
Si 0.0161 -0.0025 0.0451
Si -0.0019 0.0093 0.0423
Si 0.0046 0.002 0.0415
Si 0.0009 0.0019 0.0043
Si 0.0007 0.0188 0.0033
Si 0.0218 -0.0058 0.034
Si -0.0105 -0.0053 0.0094
Si 0.0106 -0.0027 0.015
Si -0.0092 -0.012 0.0081
Si -0.0101 -0.0153 0.0478
Si -0.0011 0.0038 -0.0097
Si -0.0151 0.0098 0.0178
Si -0.0187 -0.0226 0.007
Si 0 -0.024 0.0454
Si 0.0208 0.0052 0.0047
Si 0.0032 0.0093 0.0165
Si -0.0042 -0.0029 -0.0083
Si 0.0013 -0.0045 -0.0068
Si 0.0085 0.0069 -0.0199
Si -0.0094 -0.0157 -0.0276
Si -0.0085 0.0345 -0.0135
Si -0.0158 -0.0064 -0.0298
Si 0.0147 0.0019 -0.0191
Si 0.0086 -0.0049 -0.0159
Si -0.0193 -0.0003 -0.0239
Si -0.0005 -0.0068 -0.0213
Si 0.0105 0.0333 -0.0244
Si 0.0014 -0.015 -0.0233
Si 0.0041 0.0024 -0.0161
Si 0.0008 0.015 -0.0302
Si 0.0131 0.0073 -0.0237
Si 0.0272 -0.015 -0.0203
Si 0.0227 0.0012 0.0335
Si 0.0092 0.0008 0.0264
Si -0.0338 -0.0041 0.0207
Si -0.01 -0.0143 -0.0066
Si 0.0328 -0.011 0.0058
Si 0.0072 0.001 -0.0031
Si -0.0382 0.0103 0.0265
Si -0.0054 0.0243 0.0287
Si 0.0066 -0.0003 0.0244
Si -0.0095 -0.0128 0.0597
Si -0.0144 -0.0196 0.0087
Si 0.0062 0.0179 0.0105
Si -0.0003 0.0227 -0.0012
Si -0.0133 0.0081 -0.0088
Si -0.01 -0.0085 0.0191
Si 0.0083 -0.0114 -0.009
Si -0.0236 0.0202 0.0295
Si -0.0225 -0.0103 -0.0535
Si -0.0076 0.0064 0.0497
Si -0.0281 0.0036 -0.0191
Si 0.0038 0.0268 -0.0041
Si -0.0236 0.01 -0.0098
Si 0.0375 0.0013 -0.0184
Si -0.0065 -0.0429 0.011
Si -0.0017 0.0406 -0.0131
Si 0.0119 -0.0195 0.02
Si -0.0218 0.0181 -0.0433
Si 0.0007 -0.0137 -0.0376
Si -0.0222 -0.0565 -0.0145
Si 0.0579 -0.0015 0.0019
Si 0.0068 0.0405 -0.0018
Si -0.0299 0.0361 -0.0517
Si 0.0035 0.0418 0.0116
Si 0.0141 0.0239 0.0408
Si -0.0384 0.0186 0.0517
Si -0.0103 -0.0263 0.0743
Si 0.0067 -0.0511 0.0233
Si 0.0033 -0.0287 -0.009
Si -0.0005 -0.0283 0.0356
Si 0.0313 0.0192 0.025
Si 0.0428 -0.0503 -0.0488
Si -0.0535 0.0229 0.0238
Si 0.0642 -0.0039 0.0118
Si 0.0328 -0.0262 0.0065
Si 0.0172 -0.0146 0.0599
Si 0.0241 -0.0308 0.0554
Si 0.0073 0.0125 0.0526
Si 0.0241 -0.0115 0.0667
Si -0.0275 -0.0397 0.0008
Si 0.0496 -0.098 -0.032
Si 0.0431 0.0027 -0.0435
Si 0.0344 0.1008 0.0139
Si -0.0401 0.0014 0.0321
Si 0.0046 0.05 0.0676
Si 0.0191 -0.0458 0.0854
Si 0.0484 0.0918 -0.0052
Si 0.0367 -0.0043 0.0416
Si -0.4081 -0.0503 -0.4469
Si 0.2779 -0.0024 -0.3899
Si 0.0417 -0.0043 -0.0391
Si 0.0367 0.0308 0.0149
Si -0.0405 -0.0609 -0.0466
Si -0.0599 -0.0512 -0.0562
Si -0.0149 0.0157 -0.0069
Si 0.0374 0.2007 -0.7524
Si 0.0835 0.0531 -0.0303
Si 0.0594 -0.2912 -0.7383
Si 0.3595 -0.1529 -0.5923
Si 0.1569 0.3015 -0.4974
Si 0.028 -0.1729 -0.2397
Si -0.0296 0.2511 -0.593
Si 0.008 -0.0769 -0.1649
Si -0.0266 -0.051 0.0474
Si -0.0267 -0.1565 -0.6664
Si -0.2267 0.1791 -0.5694
Si -0.1981 -0.1638 -0.6545
Si 0.0197 -0.1695 -0.7365
Si 0.4153 0.1407 -0.5393
Si -0.2963 -0.0707 -0.6613
Si -0.1853 0.1706 -0.6574
Si 0.0182 -0.1096 -0.0977
Si 0.0088 0.0227 0.0176
Si -0.0789 0.0125 -0.106
Si -0.0881 -0.1895 -0.7467
Si -0.071 -0.0289 -0.5584
Si -0.0994 -0.1105 -0.0669
Si -0.1243 0.4927 -0.4541
Si 0.0321 -0.0112 -0.0578
Si 0.0604 -0.0816 -0.1213
Si 0.1312 0.1227 -0.2866
Si 0.0708 -0.0543 -0.1056
Si -0.1219 -0.0313 -0.0877
Si 0.0542 -0.0284 -0.0342
Si 0.0486 0.0194 -0.2006
Si 0.2029 0.0439 -0.6302
Si 0.0079 0.0521 -0.1485
Si 0.0742 0.0367 0.0287
Si -0.1535 0.0137 0.0171
Si -0.0766 0.0093 -0.014
Si 0.1498 -0.0152 0.1342
Si 0.0322 0.0764 -0.101
Si -0.0387 -0.0621 -0.0636
Si 0.0852 0.0326 -0.0331
Si -0.0223 0.062 0.0742
Si 0.1207 -0.0236 -0.0741
Si -0.0282 -0.013 -0.0522
Si -0.0899 -0.0497 0.0018
Si 0.0535 -0.0516 0.0835
Si -0.0368 0.1355 0.1023
Si -0.1788 -0.0027 -0.0425
Si 0.1772 0.1301 0.122
Si 0.0325 0.0659 -0.0022
Si -0.0278 0.1175 0.1957
Si 0.0506 0.0528 0.0726
Si 0.0081 -0.0064 0.0551
Si -0.0481 -0.0618 0.0323
Si -0.0675 0.1052 0.0546
Si 0.1286 0.0382 -0.044
Si 0.0539 0.0146 0.088
Si 0.0071 0.0012 0.0342
Si -0.0464 -0.0251 -0.0827
Si 0.0032 -0.0632 -0.2402
Si 0.0897 0.0058 0.1416
Si -0.0871 -0.075 0.0559
Si -0.0733 -0.0845 0.124
Si -0.1021 0.0263 -0.0307
Si 0.0601 -0.0156 -0.1878
Si -0.0398 -0.0217 0.0157
Si -0.0708 -0.021 0.1079
Si -0.0829 -0.0546 0.0839
Si -0.0751 0.0934 0.0414
Si -0.0654 -0.3723 0.5743
Si -0.0207 0.0738 0.0849
Si 0.009 -0.0201 0.1087
Si -0.0692 -0.0245 0.0264
Si 0.081 -0.0773 -0.0365
Si -0.0556 0.1295 0.1379
Si 0.0188 -0.0082 0.1318
Si 0.0472 0.1198 0.1042
Si -0.02 -0.0095 0.2202
Si 0.1827 0.0324 0.578
Si -0.0892 -0.1257 0.2061
Si 0.1219 -0.0037 -0.0426
Si 0.4124 -0.2408 -0.0236
Si -0.1566 0.066 0.1128
Si -0.0407 0.0598 0.0669
Si 0.0568 -0.1265 0.2013
Si -0.1353 -0.0616 0.0588
Si 0.3318 -0.0452 0.6833
Si -0.2304 0.0204 0.7449
Si -0.1996 0.0148 0.7567
Si -0.1887 0.0648 0.7328
Si 0.0618 0.0433 -0.0529
Si 0.1346 -0.1622 0.7126
Si 0.1473 0.0268 0.7382
Si 0.1144 0.0398 0.7609
Si -0.3665 0.3413 0.5211
Si -0.2199 -0.0544 0.7467
Si -0.0854 -0.0189 0.0316
Si -0.4657 0.3265 0.3041
Si 0.0585 0.2551 0.4695
Si -0.0895 -0.119 0.6771
Si 0.0123 -0.0843 0.7698
Si 0.1006 0.1799 0.6472
Si -0.009 -0.005 -0.0427
Si 0.0033 0.003 -0.0869
Si 0.038 -0.0074 -0.1063
Si 0.0103 0.0176 -0.0744
Si -0.0384 0.0585 -0.0322
Si -0.0072 -0.005 0.0104
Si -0.0748 -0.023 -0.0373
Si -0.051 -0.0512 0.0079
Si 0.0265 0.0431 -0.072
Si 0.0047 0.0013 -0.0659
Si 0.059 -0.179 0.7826
Si -0.0388 0.2404 0.7403
Si 0.0354 0.0169 0.0389
Si 0.0528 0.0533 -0.0141
Si -0.0234 -0.0144 -0.0195
Si -0.024 -0.0209 -0.0292
Si 0.0061 -0.0676 0.0084
Si -0.0251 0.0249 -0.0132
Si -0.016 -0.0093 -0.0064
Si -0.0155 0.0453 -0.0189
Si 0.019 -0.0272 0.0245
Si -0.0174 0.0121 0.0403
Si 0.0002 0.0152 0.0517
Si -0.014 0.0109 0.0044
Si 0.0376 -0.0435 -0.0173
Si -0.031 0.0331 0.0237
Si 0.0061 -0.0094 0.0102
Si -0.0094 0.0033 -0.0312
Si 0.0441 -0.0135 -0.0008
Si 0.0195 -0.0057 -0.0295
Si -0.0118 0.0012 -0.0122
Si 0.0277 0.0015 0.0462
Si -0.0242 -0.0084 -0.0031
Si -0.0395 0.0048 -0.0084
Si -0.0135 0.0135 -0.0134
Si -0.0354 -0.0148 -0.0099
Si -0.0324 -0.0073 -0.0106
Si -0.0107 0.0414 -0.0308
Si -0.0156 0.0062 0.0019
Si 0.0116 -0.0187 -0.0411
Si 0.0305 0.0073 -0.0301
Si 0.0096 0.0364 -0.0142
Si 0.0125 -0.0199 -0.0133
Si 0.0252 0.0048 0.0091
Si 0.0141 0 0.0427
Si -0.0121 0.0063 0.0396
Si 0.006 0.0012 0.0371
Si -0.0145 -0.0031 0.0068
Si -0.0185 0.0207 0.0107
Si 0.0263 -0.02 0.0312
Si -0.001 0.0041 0.0083
Si 0.0143 0.0067 0.0088
Si 0.0035 -0.0015 0.0094
Si -0.0015 -0.0126 0.0594
Si -0.0033 0.0106 -0.0025
Si -0.013 0.0108 0.0304
Si -0.0134 -0.026 -0.0034
Si 0.0053 -0.0161 0.0535
Si 0.0252 0.0164 -0.0067
Si 0.0094 -0.0016 0.0152
Si -0.0026 -0.0037 -0.0064
Si 0.0092 -0.003 -0.0042
Si 0.0039 0.0062 -0.0239
Si -0.0175 -0.0095 -0.0274
Si -0.0213 0.0169 -0.0079
Si -0.0113 -0.0058 -0.0215
Si 0.0159 -0.0013 -0.017
Si 0.0163 -0.0085 -0.0186
Si -0.003 -0.0113 -0.021
Si -0.0007 -0.0098 -0.0143
Si 0.0013 0.0137 -0.0235
Si -0.0136 -0.0228 -0.0305
Si -0.0008 -0.0141 -0.0196
Si 0 0.0142 -0.0309
Si 0.0082 0.0056 -0.0222
Si 0.0109 -0.0124 -0.0197
Si 0.0109 0.0097 0.0351
Si 0.0085 -0.0015 0.0205
Si -0.0073 0.0058 0.0262
Si -0.017 -0.0222 -0.0191
Si 0.0283 -0.021 0.0124
Si 0.0154 0.0155 -0.012
Si -0.042 0.0112 0.0288
Si -0.0061 0.0208 0.0277
Si 0.0015 0.0174 0.0343
Si -0.0093 0.0012 0.0478
Si -0.015 -0.0266 0.0081
Si 0.0005 0.0075 0.0003
Si -0.0025 0.0339 -0.0027
Si -0.003 -0.0174 -0.0083
Si 0.013 -0.0127 0.0365
Si -0.0035 -0.0149 0.0284
Si -0.0069 0.0129 0.025
Si -0.0201 -0.0058 -0.0485
Si -0.0173 -0.0106 0.0458
Si -0.0326 0.0055 -0.0279
Si -0.0001 0.0038 0.0021
Si -0.0325 0.0076 0.0007
Si 0.0404 -0.0064 -0.018
Si -0.0117 -0.0418 0.0069
Si 0.0075 0.0002 -0.0207
Si 0.0148 -0.0217 0.0327
Si -0.0167 0.0095 -0.0382
Si 0.0343 -0.0144 -0.0371
Si -0.0275 -0.0464 0.0081
Si 0.0208 -0.0029 -0.0081
Si -0.0001 0.017 0.0117
Si -0.0285 0.0181 -0.0278
Si 0.0013 0.0484 0.0012
Si 0.0193 0.0274 0.0205
Si -0.0161 0.0184 0.0289
Si 0.002 -0.0205 0.0493
Si -0.0158 -0.0106 0.0184
Si 0.0244 0.0226 -0.0117
Si -0.0121 -0.02 0.0316
Si 0.023 0.0073 0.0205
Si 0.0303 -0.0448 -0.0303
Si -0.0476 0.0762 0.0426
Si 0.0462 0.0004 0.0045
Si 0.0109 -0.0024 0.007
Si -0.0078 -0.0318 0.0512
Si 0.0081 -0.0281 0.0492
Si -0.0071 0.024 0.0554
Si 0.0171 -0.0087 0.1263
Si -0.0421 -0.0422 0.028
Si -0.0301 -0.1229 -0.0331
Si 0.0447 0.0169 -0.0235
Si 0.0332 0.0766 -0.0081
Si 0.0464 -0.022 0.0549
Si 0.0018 -0.0264 0.0434
Si 0.0331 -0.036 0.09
Si 0.0591 0.089 -0.0049
Si -0.0156 -0.0257 0.036
Si -0.369 -0.0811 -0.412
Si 0.3075 0.0125 -0.3847
Si 0.0672 -0.005 -0.0064
Si 0.0488 0.0269 0.0189
Si -0.0226 -0.0853 -0.0381
Si -0.0583 -0.0226 -0.0608
Si -0.1825 -0.1214 -0.6895
Si 0.0363 0.1965 -0.7283
Si 0.0687 0.0413 -0.0292
Si 0.052 -0.2536 -0.6526
Si 0.3085 -0.0971 -0.6031
Si 0.1179 -0.2966 -0.6865
Si 0.0094 -0.1179 -0.1835
Si -0.0353 0.2186 -0.6004
Si 0.0083 -0.0565 -0.1103
Si -0.0565 0.1869 -0.5433
Si 0.0142 0.0108 -0.0315
Si -0.1532 0.1449 -0.6598
Si -0.1387 -0.221 -0.6555
Si -0.0437 -0.2023 -0.723
Si 0.419 0.1906 -0.5066
Si -0.2231 -0.0693 -0.708
Si 0.0313 -0.1403 -0.074
Si 0.0278 -0.1369 -0.1265
Si 0.0101 0.0151 0.0316
Si -0.117 -0.0384 0.0061
Si 0.0962 0.2737 -0.7487
Si -0.0119 -0.051 -0.5536
Si -0.1218 -0.1588 -0.1109
Si 0.0474 0.0396 -0.0765
Si 0.0828 -0.0441 0.0623
Si 0.0474 -0.0781 -0.0924
Si 0.011 0.0535 -0.2814
Si 0.0616 -0.0549 -0.093
Si -0.103 -0.0052 -0.094
Si 0.0461 -0.0734 -0.0492
Si 0.0322 0.0298 -0.1922
Si 0.1826 0.0577 -0.5763
Si 0.0958 0.0024 -0.0893
Si 0.0576 -0.0033 0.0015
Si -0.1622 0.0507 0.0198
Si -0.0565 -0.0756 -0.1003
Si 0.1229 -0.0234 0.1496
Si 0.0447 0.0982 -0.1153
Si -0.0195 -0.0191 -0.0618
Si 0.0767 0.0097 -0.1141
Si -0.0418 0.0482 0.0562
Si 0.1831 -0.0053 -0.0587
Si -0.0264 0.066 -0.0212
Si -0.0258 -0.0021 0.0515
Si 0.0511 -0.0282 0.0469
Si -0.0298 0.1305 0.0952
Si -0.1266 -0.0036 -0.0576
Si 0.1552 0.1339 0.162
Si 0.1427 0.0159 0.0137
Si 0.016 0.0779 0.1962
Si 0.0678 0.0995 0.1156
Si -0.0111 -0.0524 0.0333
Si -0.0918 -0.1056 0.0251
Si -0.0797 0.0723 0.0538
Si 0.1191 0.0022 -0.014
Si 0.0839 0.0431 0.0267
Si -0.0252 -0.0533 -0.0138
Si 0.137 -0.4485 -0.5333
Si -0.0015 -0.013 -0.1625
Si 0.1444 -0.078 0.0873
Si -0.0974 -0.103 0.0724
Si -0.0534 -0.0787 0.0951
Si -0.0569 0.0269 -0.0113
Si 0.0553 0.0114 -0.161
Si 0.0358 -0.0329 0.0507
Si -0.069 -0.0402 0.0997
Si -0.1693 -0.0556 0.0915
Si -0.0261 0.0506 0.0407
Si -0.0721 -0.3892 0.515
Si -0.0068 0.0554 0.0927
Si 0.0035 -0.0322 0.1099
Si -0.0828 0.0496 -0.0206
Si 0.0295 -0.1558 0.0793
Si -0.0499 0.1412 0.1665
Si -0.0202 0.0155 0.1315
Si 0.0413 0.1048 0.1129
Si -0.0527 -0.0393 0.2271
Si 0.1485 0.0284 0.6266
Si -0.0672 -0.0937 0.1752
Si 0.1264 -0.0516 -0.0413
Si -0.102 0.1004 0.3095
Si -0.1844 0.0648 0.0317
Si -0.0487 0.094 0.0363
Si -0.0315 -0.0633 0.2225
Si 0.1884 0.3625 0.5217
Si 0.463 -0.0159 0.6662
Si -0.2222 0.0007 0.7381
Si -0.2002 0.0041 0.7909
Si -0.1582 0.0515 0.7342
Si 0.0557 0.0481 -0.0553
Si 0.1487 -0.143 0.7487
Si 0.148 0.0303 0.7595
Si 0.1279 0.037 0.7723
Si -0.3498 0.3284 0.5205
Si -0.235 -0.0508 0.7473
Si -0.0447 -0.0496 0.1033
Si -0.1275 -0.1117 0.1182
Si 0.0618 0.2419 0.4611
Si -0.094 -0.1548 0.6696
Si -0.0566 -0.536 0.1418
Si 0.139 0.1298 0.6115
Si -0.0158 -0.0058 -0.0387
Si 0.0177 0.0165 -0.0836
Si 0.0357 -0.0157 -0.0836
Si 0.0054 0.0311 -0.0636
Si -0.0415 0.0623 -0.0326
Si -0.0071 0.015 -0.0008
Si -0.0528 -0.0307 -0.0435
Si -0.0393 -0.0665 -0.0105
Si 0.0217 0.0465 -0.0547
Si 0.0055 0.0118 -0.0667
Si 0.0769 -0.1558 0.7795
Si -0.0034 0.2398 0.7566
Si 0.0303 -0.0088 0.0462
Si 0.0474 0.0526 -0.0035
Si -0.0029 -0.018 -0.0353
Si -0.0185 -0.0014 -0.023
Si 0.0066 -0.0778 0.0007
Si -0.016 0.0138 -0.0059
Si -0.029 -0.0039 0.016
Si -0.0209 0.075 -0.0181
Si 0.0166 -0.0184 0.0101
Si -0.018 0.022 0.0424
Si 0.0082 0.0257 0.0444
Si -0.0089 -0.0003 0
Si 0.0236 -0.0513 -0.0223
Si -0.0263 0.0311 0.0162
Si 0.0142 -0.0086 0.0111
Si -0.005 0.0012 -0.032
Si 0.0417 -0.0035 0.0056
Si 0.0153 -0.0035 -0.0264
Si -0.0032 0.0095 -0.0207
Si 0.0062 -0.0203 0.033
Si -0.0051 -0.0122 0.0088
Si -0.0429 0.0011 -0.0059
Si -0.0025 0.0104 -0.0218
Si -0.0234 -0.0457 -0.0271
Si -0.0306 -0.0035 -0.0014
Si -0.0069 0.0359 -0.0284
Si -0.014 -0.0062 -0.0011
Si 0.0204 -0.0171 -0.0349
Si 0.0257 0.0114 -0.0265
Si 0.0178 0.0351 -0.0152
Si 0.0114 -0.0217 -0.0164
Si 0.0227 0.01 0.0078
Si 0.0202 -0.0012 0.0384
Si -0.0088 0.0033 0.0414
Si 0.0042 0.0052 0.0438
Si -0.0036 0.0047 0.0019
Si -0.0349 0.0286 0.0089
Si 0.031 -0.0237 0.0325
Si -0.0035 -0.0059 0.0121
Si 0.0074 0.0136 0.0048
Si 0.003 -0.0055 0.0127
Si -0.0003 -0.0138 0.0598
Si -0.0009 0.0128 -0.0031
Si -0.0093 0.0101 0.0274
Si -0.0155 -0.0213 -0.0005
Si 0.0014 -0.0144 0.051
Si 0.0286 0.0056 0.0106
Si 0.0029 0.0031 0.0242
Si -0.0067 -0.0057 -0.0134
Si -0.0068 -0.0172 -0.0124
Si 0.0003 0.0103 -0.0285
Si -0.0103 -0.0094 -0.031
Si -0.0229 0.0183 -0.0141
Si -0.0101 -0.0071 -0.0265
Si 0.0064 0.0036 -0.0199
Si 0.011 -0.0105 -0.0217
Si -0.0171 -0.0096 -0.0227
Si -0.0007 -0.0087 -0.0188
Si 0.0146 0.0257 -0.0226
Si -0.011 -0.023 -0.0283
Si -0.007 0.0015 -0.0183
Si 0.0126 0.0162 -0.0376
Si 0.0173 0.0028 -0.0268
Si 0.0174 -0.0087 -0.0234
Si 0.0147 0.0013 0.0292
Si 0.0012 0.0204 0.0137
Si -0.0116 -0.0062 0.029
Si -0.0032 -0.0071 -0.0055
Si 0.0378 -0.0119 0.0007
Si 0.0188 0.019 -0.0139
Si -0.0305 0.002 0.037
Si 0.0027 0.0155 0.0269
Si 0.0058 0.0232 0.0345
Si -0.0172 -0.0045 0.0419
Si -0.0137 -0.0306 0.0086
Si -0.0051 0.0119 -0.0005
Si 0.0091 0.0293 0.0132
Si -0.0099 -0.0061 -0.0032
Si -0.0043 -0.0231 0.0244
Si -0.0028 -0.0162 0.0271
Si -0.0284 0.0268 0.0258
Si -0.0159 -0.0097 -0.0385
Si -0.0173 -0.0161 0.0103
Si -0.0301 -0.0102 -0.0125
Si -0.0011 0.0192 -0.0006
Si -0.024 -0.0197 0.0066
Si 0.0115 -0.0043 -0.0343
Si -0.0141 -0.0298 -0.0127
Si 0.006 0.0113 -0.0164
Si 0.032 -0.0272 0.014
Si -0.0271 0.0125 -0.0372
Si 0.0237 -0.021 -0.0258
Si -0.0171 -0.046 0.008
Si 0.0537 0.0064 -0.0049
Si 0.0118 0.0603 -0.0089
Si -0.0224 0.015 -0.0331
Si 0.02 0.0442 0.0188
Si 0.0252 0.026 0.0318
Si 0.0046 0.0169 0.0083
Si 0.0131 -0.0349 0.0738
Si 0.0038 -0.0125 0.0154
Si -0.004 0.0482 0.0012
Si 0.0031 0.0043 0.0373
Si 0.0189 0.0126 0.0314
Si 0.0332 -0.0552 -0.0263
Si -0.0652 0.0681 0.0457
Si 0.0465 -0.0122 0.0031
Si 0.0179 -0.0023 0.0016
Si 0.0225 -0.0212 0.0625
Si 0.0107 -0.0281 0.0287
Si 0.0604 0.0498 0.0382
Si 0.0301 -0.0075 0.0781
Si -0.0296 -0.0572 -0.0095
Si 0.0284 -0.0216 -0.0307
Si 0.0207 -0.0251 0.0574
Si 0.0365 0.1269 0.0078
Si 0.0128 -0.0357 0.0846
Si -0.0254 0.0191 -0.0285
Si 0.0465 -0.0594 0.0739
Si 0.0566 0.0839 0.0038
Si -0.02 -0.0308 0.0458
Si -0.3513 -0.0594 -0.432
Si 0.2881 -0.0194 -0.4048
Si 0.0592 0.0002 0.0015
Si 0.0163 0.0238 0.023
Si -0.0348 -0.0333 0.028
Si -0.0575 -0.0696 -0.0769
Si -0.0196 0.0137 -0.0175
Si -0.0133 0.1648 -0.782
Si -0.0473 -0.5449 0.0899
Si 0.3488 0.2728 -0.5935
Si 0.3366 -0.1913 -0.6181
Si 0.1425 0.3079 -0.4488
Si -0.1715 -0.4169 -0.7144
Si -0.0763 0.2655 -0.541
Si 0.0143 -0.0655 -0.1479
Si -0.0579 0.1819 -0.5649
Si 0.0088 0.0291 -0.0253
Si -0.1655 0.1716 -0.6448
Si -0.1267 -0.2309 -0.6918
Si 0.026 -0.1693 -0.7616
Si 0.3997 0.1427 -0.511
Si -0.1807 -0.1681 -0.584
Si -0.1652 0.1312 -0.6357
Si 0.0217 -0.117 -0.1556
Si 0.0162 0.0265 0.0273
Si -0.0767 -0.0455 -0.0647
Si 0.0415 -0.0068 0.0028
Si -0.0581 -0.0375 -0.5558
Si -0.0994 -0.1205 -0.0742
Si 0.038 0.0563 -0.0563
Si 0.0233 -0.0777 -0.0659
Si 0.0539 -0.0788 -0.1013
Si 0.0813 0.1092 -0.2728
Si 0.0875 -0.0125 -0.0919
Si -0.1173 -0.0019 -0.1216
Si 0.0313 -0.0724 -0.0377
Si 0.0186 0.0171 -0.1961
Si 0.1724 0.0254 -0.7169
Si 0.0166 0.0203 -0.1578
Si 0.0668 -0.0028 -0.0049
Si -0.2341 0.0371 -0.0099
Si 0.0046 -0.0595 -0.1358
Si 0.1124 -0.0499 0.1087
Si 0.0293 0.116 -0.1275
Si -0.074 -0.0549 -0.0434
Si 0.1093 0.0271 -0.1174
Si -0.0218 0.067 0.0545
Si 0.1206 -0.0363 -0.0882
Si -0.0087 0.0695 -0.0568
Si -0.0927 -0.0479 0.0135
Si 0.0676 -0.0393 0.0533
Si -0.0746 0.1463 0.1024
Si -0.117 0.0287 -0.0859
Si 0.1079 0.1518 0.1145
Si -0.0093 0.0474 -0.0133
Si 0.0276 0.0223 0.1562
Si 0.0558 0.0771 0.081
Si 0.0026 -0.0342 0.0308
Si -0.0602 -0.0874 0.02
Si -0.0728 0.0815 0.0232
Si 0.1169 -0.0081 -0.0547
Si 0.0342 0.0288 0.0872
Si -0.0017 0.0155 0.0157
Si 0.1747 -0.5061 -0.4788
Si -0.0389 -0.0773 -0.2149
Si 0.1534 -0.0444 0.1016
Si -0.1272 -0.1361 0.0638
Si -0.0559 -0.0853 0.1141
Si -0.0725 0.0457 -0.0376
Si 0.0736 -0.0118 -0.1482
Si -0.0153 0.004 0.0256
Si -0.011 0.0176 -0.0129
Si -0.0024 0.0157 -0.0163
Si -0.006 0.0025 -0.0243
Si 0.0045 -0.0057 -0.002
Si -0.0126 -0.0004 -0.015
Si -0.0164 -0.0034 -0.0103
Si -0.0003 0.0126 -0.0228
Si -0.0036 -0.0076 -0.0154
Si 0.0279 -0.0093 -0.0068
Si -0.0011 0.0097 -0.0197
Si -0.0004 -0.0058 -0.009
Si 0.0134 -0.0027 -0.0074
Si -0.006 -0.022 -0.0019
Si 0.0007 0.0155 -0.0211
Si 0.0081 -0.0024 -0.0195
Si 0.0087 0.007 -0.017
Si -0.0041 0.0162 -0.0073
Si -0.0053 0.0064 -0.016
Si -0.0163 0.0006 -0.0225
Si -0.0017 0.0029 0.0001
Si -0.0027 0.0026 -0.0184
Si -0.005 -0.0149 -0.0125
Si -0.0118 0.0127 -0.0307
Si -0.0159 -0.0081 -0.0205
Si 0.0214 -0.0168 -0.0031
Si -0.002 0.0125 -0.0181
Si 0.0143 -0.0167 -0.0074
Si 0.0219 0.0027 -0.0062
Si -0.0054 -0.0155 0.0013
Si 0.0042 0.0207 -0.0176
Si 0.0036 -0.0109 -0.0178
Si 0.0054 0.0059 -0.006
Si -0.0095 0.0238 -0.0087
Si -0.0087 0.0045 -0.018
Si -0.0193 0.0003 -0.0269
Si -0.0057 -0.0076 -0.0015
Si -0.0081 0.0042 -0.0159
Si -0.0055 -0.0221 -0.0097
Si -0.0122 0.0191 -0.0319
Si -0.0075 -0.0139 -0.0231
Si 0.0211 -0.0184 -0.0009
Si -0.0001 0.0132 -0.0154
Si 0.0116 -0.0194 -0.0086
Si 0.0204 0.0041 -0.0053
Si -0.0062 -0.0246 -0.0045
Si 0.0041 0.0204 -0.0221
Si -0.0035 -0.0041 -0.0198
Si -0.0006 0.0056 -0.0097
Si 0.009 -0.004 0.0245
Si -0.0106 0.0061 0.0246
Si -0.0254 -0.0132 0.0167
Si -0.0116 0.0238 0.0195
Si 0.0003 -0.0192 0.0074
Si -0.0162 0.0147 0.005
Si -0.01 -0.008 0.0149
Si -0.0008 -0.0119 0.0083
Si 0.0083 -0.0022 0.0166
Si -0.0013 -0.0115 0.0214
Si 0.006 -0.0062 0.021
Si 0.0068 0.0041 0.0043
Si 0.0047 0.0035 0.0158
Si 0.0188 -0.0007 0.0267
Si 0.0206 0.004 0.02
Si 0.0076 -0.0015 0.0116
Si 0.008 -0.0024 0.0178
Si -0.0126 0.0025 0.0231
Si -0.0184 -0.0145 0.0141
Si -0.0126 0.023 0.0116
Si -0.01 -0.0012 0.01
Si -0.0195 0.0185 0.0109
Si -0.006 -0.0083 0.0164
Si -0.0002 -0.0016 0.0054
Si 0.0097 -0.0013 0.0209
Si 0.0003 -0.0109 0.0192
Si 0.0037 0.0026 0.0307
Si 0.0011 -0.012 0.0161
Si 0.004 0.0036 0.0155
Si 0.0115 0.0017 0.025
Si 0.0247 0.0045 0.0234
Si 0.0134 -0.0099 0.0135
Si 0.0107 -0.0034 0.0173
Si -0.0134 0.0047 0.0217
Si -0.0201 -0.0092 0.0189
Si -0.0125 0.023 0.0193
Si -0.0001 -0.0121 0.0043
Si -0.019 0.0165 0.0055
Si 0.0006 -0.0076 0.0138
Si 0.0066 -0.0062 0.0066
Si 0.0015 0.0006 0.0202
Si -0.0005 -0.0092 0.02
Si -0.0017 -0.0048 0.026
Si -0.0018 -0.0104 0.0103
Si 0.0038 -0.0006 0.0178
Si 0.0166 0.0078 0.0258
Si 0.0234 0.0028 0.0224
Si 0.0122 -0.0067 0.0176
Si -0.0139 -0.0033 -0.0184
Si 0.0085 -0.002 -0.0138
Si 0.0186 0.0079 -0.0189
Si -0.0091 -0.0023 -0.0232
Si 0.0023 0.0099 -0.0191
Si -0.0077 0.0011 -0.0211
Si 0.0147 0.0028 -0.009
Si 0.0183 0.0063 -0.0249
Si -0.0096 -0.0134 -0.0124
Si -0.0126 -0.0053 -0.0139
Si -0.0189 0.0025 -0.0106
Si 0.0125 0.0068 -0.0089
Si -0.0021 -0.0004 -0.0266
Si -0.0116 0.006 -0.0196
Si -0.0055 0.0061 -0.0228
Si 0.0011 -0.0074 -0.0156
Si -0.0105 -0.0063 -0.0109
Si 0.0079 -0.0025 -0.0159
Si 0.0172 0.0139 -0.0228
Si -0.0084 -0.002 -0.0197
Si 0.0105 -0.0013 -0.0206
Si -0.003 -0.0134 -0.0134
Si 0.0091 -0.0003 -0.0051
Si 0.0119 -0.0002 -0.028
Si -0.0093 -0.0036 -0.0135
Si -0.0147 -0.0066 -0.0168
Si 0.0011 0.006 -0.0088
Si 0.0033 -0.0001 -0.0123
Si -0.0039 0.0003 -0.0226
Si -0.0127 0.0094 -0.0233
Si -0.0095 0.0001 -0.0219
Si 0.0022 -0.0045 -0.0131
Si -0.0111 -0.0068 -0.0178
Si 0.0073 -0.0161 -0.0116
Si 0.0179 0.013 -0.0188
Si -0.011 -0.0053 -0.0195
Si -0.0103 0.007 -0.0205
Si -0.0121 -0.0147 -0.0174
Si 0.0018 0.0017 -0.0077
Si 0.0109 -0.0002 -0.025
Si -0.0045 -0.0052 -0.0124
Si -0.0058 -0.0109 -0.0179
Si 0.0096 0.0051 -0.0107
Si 0.0144 0.0002 -0.008
Si -0.0005 0.0025 -0.0312
Si -0.0149 0.0056 -0.024
Si -0.0162 0.0088 -0.0275
Si 0.0024 -0.005 -0.017
Si -0.0028 -0.002 0.0236
Si -0.0055 0.0059 0.0343
Si -0.026 -0.0016 0.0182
Si 0.0082 0.0167 0.0164
Si 0.0058 0.0063 0.0223
Si 0.0147 -0.0018 0.0175
Si -0.0044 -0.0066 0.019
Si -0.003 -0.0042 0.0029
Si 0.0207 -0.0081 0.0006
Si -0.0099 -0.0058 0.007
Si 0.0155 0.0011 0.0132
Si -0.0166 -0.0214 0.002
Si -0.0122 -0.0005 0.0086
Si 0.0084 0.0089 0.0187
Si 0.0004 -0.0122 0.0039
Si -0.0169 -0.0006 0.0165
Si 0.0002 -0.003 0.0204
Si -0.0071 0.0005 0.0285
Si -0.018 0.0013 0.0182
Si 0.0113 0.0136 0.0162
Si 0.0022 0.0098 0.0196
Si 0.0179 0.0031 0.0174
Si -0.0029 -0.0092 0.0172
Si -0.0097 -0.005 0.0008
Si -0.0025 -0.0055 0.0023
Si -0.0075 0.004 0.0078
Si 0.0107 -0.003 0.0113
Si -0.0014 -0.008 0.0051
Si -0.0153 0.0037 0.0084
Si 0.0061 0.0042 0.0216
Si 0.0092 -0.014 0.0032
Si -0.0206 -0.0028 0.0142
Si -0.004 0.0009 0.0215
Si -0.0056 0.0081 0.0332
Si -0.0247 -0.0013 0.0194
Si 0.0134 0.0129 0.0175
Si 0.0081 0.0131 0.0174
Si 0.0136 0.0028 0.021
Si 0.0011 -0.0128 0.0175
Si -0.0072 -0.0011 -0.0013
Si 0.0125 -0.0164 0.0015
Si -0.0039 0.0085 0.006
Si 0.0101 -0.0046 0.0084
Si -0.0194 -0.0114 0.0066
Si -0.0088 0.0041 0.0092
Si 0.0082 0.0119 0.0194
Si 0.0006 -0.0169 0.0052
Si -0.0135 -0.0022 0.0186
O -0.1088 0.173 0.3094
O -0.1865 -0.0189 -0.3005
O -0.3929 0.1189 -0.2143
O 0.2252 -0.1353 -0.1575
O -0.0015 0.1646 0.4193
O 0.3255 -0.2134 0.2571
O 0.1878 0.3158 -0.4813
O -0.394 0.032 -0.1371
O 0.3891 -0.1614 -0.3971
O 0.1297 -0.3483 0.3678
O 0.1418 -0.0648 -0.4719
O 0.2644 -0.044 -0.3685
O -0.0927 -0.2311 -0.0753
O -0.4718 0.4256 -0.0029
O 0.0407 -0.2646 -0.2135
O -0.0332 -0.2855 -0.1572
O -0.7239 0.0418 0.0901
O -0.4831 0.1082 -0.1184
O -0.0115 -0.0181 -0.2034
O -0.2011 0.3639 -0.2966
O -0.0037 0.15 -0.1994
O 0.3512 -0.0355 -0.2418
O 0.3566 0.0827 -0.5916
O -0.0819 0.2578 -0.2501
O 0.4111 -0.0809 -0.0858
O 0.3598 0.3802 0.0798
O -0.4695 -0.0191 -0.4863
O 0.5446 0.3879 -0.4714
O 0.2706 -0.1972 0.2457
O 0.0679 -0.0147 -0.4141
O 0.3636 -0.2237 -0.3077
O -0.0638 0.0144 -0.0582
O 0.1171 0.1522 -0.233
O -0.5613 0.1842 -0.5575
O -0.1086 0.2297 0.2182
O 0.2997 -0.0786 0.0788
O 0.0301 0.4048 0.0892
O -0.0369 -0.2349 0.195
O -0.3329 0.171 -0.1353
O 0.5533 0.2403 0.2445
O 0.1147 0.3764 0.3537
O -0.0271 -0.685 0.267
O 0.6552 0.153 -0.0065
O 0.0421 0.2743 0.0239
O -0.3924 0.0002 -0.7453
O 0.157 -0.0192 -0.2316
O -0.3952 -0.056 -0.7563
O 0.2876 0.4419 0.2698
O -0.2534 -0.4613 0.3223
O 0.5565 -0.0017 -0.3752
O -0.51 -0.1763 -0.1742
O -0.0338 -0.0638 -0.3274
O 0.5415 0.2466 0.1076
O -0.1772 -0.088 -0.374
O 0.4522 -0.1207 -0.0971
O -0.5849 -0.2608 0.0672
O -0.1529 -0.1174 0.0246
O 0.229 0.5688 -0.0098
O -0.1266 -0.2046 0.5319
O -0.1025 -0.2356 -0.2208
O 0.0987 -0.1909 0.2137
O 0.2608 0.0014 0.0111
O -0.1478 0.0066 0.3277
O 0.4255 -0.2541 0.054
O -0.3301 -0.1016 0.1254
O -0.0723 0.1314 0.4095
O 0.0449 0.0191 0.2054
O 0.0829 -0.6338 -0.0067
O 0.178 -0.1383 0.1946
O -0.2669 0.1297 -0.2328
O 0.1347 0.4011 0.1752
O -0.053 -0.4331 0.2209
O 0.2001 0.2227 -0.3904
O 0.1572 -0.4256 0.5319
O -0.2023 0.2687 0.3926
O 0.0813 -0.2297 -0.3282
O -0.4924 0.0127 0.5042
O -0.2366 0.4191 0.0101
O 0.499 -0.2825 0.1018
O 0.1592 -0.5359 0.1389
O -0.3261 -0.0919 0.3053
O -0.1517 0.0064 0.1143
O -0.4656 -0.0696 0.3873
O -0.4807 -0.2007 -0.0212
O 0.0685 0.6833 0.0153
O -0.3389 0.3728 -0.0249
O -0.0759 0.2362 -0.0372
O -0.2846 0.1633 0.4584
O -0.4183 0.0842 -0.0106
O -0.3124 0.3881 0.2646
O 0.1451 0.0845 0.397
O -0.0075 -0.3714 -0.0182
O 0.3881 -0.1786 -0.0042
O -0.0523 0.3614 0.4689
O -0.631 0.0514 -0.1032
O 0.2916 0.2866 -0.2658
O -0.0553 0.1152 0.5156
O 0.3522 -0.0292 -0.0947
O 0.3071 0.0424 -0.0452
O -0.0332 -0.3674 0.0107
O -0.4868 -0.1255 -0.442
O 0.2118 0.0305 0.1529
O 0.5303 -0.0488 0.696
O 0.1717 -0.2724 -0.4218
O -0.3484 -0.307 0.4388
O -0.3483 -0.3557 -0.4048
O 0.0877 -0.6344 0.1023
O -0.3236 -0.1124 -0.1985
O 0.0416 -0.1794 0.2556
O -0.2386 -0.0165 -0.4993
O -0.1142 0.0217 0.0576
O -0.0822 0.1138 0.4166
O -0.6133 -0.323 -0.3954
O 0.044 0.3671 0.1637
O 0.4096 0.0508 0.2325
O -0.0314 0.169 0.3377
O -0.0755 -0.0398 -0.1892
O -0.3183 -0.1782 -0.6369
O -0.1812 -0.1639 -0.3578
O 0.3477 0.5501 -0.2973
O -0.3824 0.331 -0.091
O -0.4601 -0.1618 0.4624
O -0.0196 -0.1308 0.7002
O -0.0196 0.0662 -0.3079
O -0.2365 -0.2806 0.2821
O 0.3055 -0.2013 0.3347
O -0.4869 0.0473 -0.2788
O 0.0335 -0.2675 0.3934
O -0.1916 -0.2103 -0.4547
O 0.1569 0.2763 0.4494
O 0.4366 -0.0203 -0.1367
O 0.4401 -0.1904 -0.1024
O -0.182 0.5548 -0.5898
O 0.4486 0.3334 -0.2704
O 0.0851 -0.1525 0.1705
O -0.2373 0.0267 0.3993
O -0.1877 0.1813 0.2261
O 0.1512 0.4268 -0.2105
O -0.424 -0.1435 -0.0788
O -0.0547 0.374 0.1365
O 0.2143 0.1274 -0.3131
O -0.108 -0.4234 -0.1508
O -0.1913 0.2336 -0.3388
O 0.3595 0.0214 -0.068
O 0.3711 0.4967 -0.2966
O -0.515 -0.0882 0.2696
O -0.0505 -0.0245 -0.0444
O 0.2081 -0.1677 0.3556
O -0.2194 -0.1728 -0.5906
O -0.1821 0.6091 -0.0291
O -0.0201 -0.3034 0.4813
O -0.3495 0.1953 -0.4207
O -0.2533 0.035 -0.2583
O 0.1544 0.0036 -0.0132
O -0.0825 -0.0063 -0.1764
O 0.5036 -0.3277 0.1099
O -0.0303 0.0256 0.3233
O 0.4893 -0.5163 -0.4792
O -0.1836 0.287 0.0572
O 0.6458 -0.1438 -0.2127
O -0.0312 -0.4123 0.1595
O 0.0314 -0.4561 -0.245
O 0.2009 -0.4385 -0.3446
O -0.183 0.5049 0.2232
O 0.318 -0.3393 -0.0297
O -0.1698 -0.0467 0.1963
O -0.1072 -0.4404 -0.1619
O -0.504 0.2205 -0.3189
O -0.3226 0.0285 0.1926
O -0.0014 -0.0484 -0.2798
O -0.6942 0.1377 0.0578
O 0.069 -0.1709 -0.1108
O 0.5806 -0.0729 -0.1163
O 0.2475 0.0008 -0.3841
O 0.0647 -0.0733 0.0639
O 0.3899 -0.2495 -0.1695
O -0.0237 0.35 -0.5497
O -0.3248 -0.0837 -0.3182
O 0.3141 0.3647 0.0642
O 0.5126 0.3306 0.0674
O 0.0013 -0.0019 -0.3511
O 0.3455 -0.1993 0.2082
O 0.2813 -0.163 -0.4516
O -0.0025 -0.0917 -0.5737
O -0.1452 0.1703 -0.2298
O 0.0788 0.571 0.3224
O 0.1523 -0.032 0.4349
O 0.078 0.2891 0.0169
O -0.08 0.5431 0.2205
O 0.1815 -0.4916 0.376
O -0.5167 -0.0674 -0.1116
O 0.624 0.2845 -0.4372
O 0.0278 0.3902 0.3545
O 0.2007 -0.4741 0.165
O 0.6013 0.1691 0.0027
O -0.131 0.1917 -0.0872
O -0.1551 0.2106 -0.5934
O 0.2159 0.0198 -0.2635
O 0.1853 -0.0481 -0.494
O 0.2466 0.3859 0.1296
O -0.1667 -0.3943 0.1488
O 0.0339 0.0409 -0.3105
O -0.3729 0.108 -0.5782
O -0.5988 -0.4902 0.0952
O 0.1358 -0.0429 -0.4358
O 0.1651 0.3559 0.1874
O -0.4246 -0.015 -0.6277
O -0.0346 0.2542 -0.0621
O 0.3065 0.1074 0.1718
O -0.576 -0.1839 0.0613
O 0.4576 0.0391 0.229
O 0.794 0.0652 -0.2823
O 0.1013 0.3472 -0.2657
O -0.2294 -0.1218 0.2929
O 0.1615 -0.1982 0.0732
O 0.2367 -0.421 -0.0728
O 0.2066 -0.1503 0.1755
O -0.3762 -0.0873 0.3744
O 0.2365 -0.3138 -0.1822
O 0.0387 -0.1104 0.2443
O 0.0527 0.1123 0.6614
O 0.2136 0.0014 -0.1801
O -0.1191 0.1057 0.1556
O 0.2356 -0.648 0.0928
O -0.3333 0.0059 0.414
O -0.3833 0.344 -0.0488
O 0.1443 0.3114 0.1788
O 0.0128 -0.3831 0.449
O 0.1657 0.6002 0.5576
O 0.2248 0.3879 -0.3369
O -0.0433 -0.4649 0.5043
O -0.2813 -0.1042 -0.0291
O -0.0894 0.1301 0.2256
O -0.327 0.5122 0.0118
O 0.5159 0.0849 0.4177
O 0.3771 -0.3982 0.2275
O -0.3142 -0.2591 0.0101
O -0.1148 0.1137 -0.0838
O -0.4509 0.1145 0.3218
O -0.7773 -0.1158 -0.2896
O -0.0494 0.5642 0.1229
O 0.2664 0.1008 0.1539
O -0.2515 0.4571 0.1336
O -0.3585 0.1311 0.2092
O 0.4723 0.4742 -0.1229
O -0.4482 0.2436 0.0256
O 0.4285 0.0301 0.1808
O 0.0902 -0.2329 0.0176
O 0.2416 -0.1614 -0.0162
O -0.0034 0.1322 0.1212
O -0.4497 0.1792 -0.0782
O -0.0431 0.4619 -0.548
O -0.0554 0.0233 -0.1297
O 0.1424 0.3568 0.0418
O -0.1248 -0.248 -0.0024
O -0.5018 -0.1066 -0.2574
O 0.2523 -0.0362 -0.5267
O 0.5293 0.0239 0.3473
O 0.2283 -0.1958 0.1782
O -0.2344 -0.11 0.3121
O -0.1038 -0.5373 -0.2144
O 0.3458 -0.4304 0.3835
O -0.3317 0.2437 -0.1381
O 0.0008 0.0997 0.1436
O 0.113 -0.0351 -0.7391
O 0.1792 -0.1009 -0.2608
O 0.0556 0.1129 0.2535
O -0.6463 -0.0531 -0.4873
O -0.3942 0.3339 -0.0608
O -0.3981 -0.2168 0.0448
O -0.1266 0.0809 0.6576
O 0.3308 0.1727 -0.0038
O -0.1657 -0.1848 -0.519
O -0.1218 -0.1314 -0.2333
O -0.0748 0.3389 0.004
O -0.2939 0.337 -0.1056
O -0.596 0.036 0.1913
O 0.039 0.0417 0.5273
O 0.2369 -0.017 -0.1933
O -0.5148 0.1641 -0.2394
O -0.1164 -0.382 0.4387
O 0.219 -0.2628 -0.104
O -0.0958 -0.0248 -0.0069
O 0.2242 -0.1378 0.3222
O -0.11 0.0751 0.2498
O 0.1725 0.1334 -0.2112
O 0.6261 -0.0167 -0.1952
O -0.1227 0.0789 -0.1816
O 0.3172 0.3927 -0.0732
O 0.042 -0.0384 0.554
O -0.4443 0.2134 0.301
O -0.0715 0.3866 -0.0917
O -0.0934 -0.2954 -0.1186
O 0.2555 0.3351 0.1668
O -0.0644 0.4324 -0.1186
O 0.1798 -0.2468 -0.3916
O 0.6849 -0.387 -0.1036
O -0.3222 0.1682 -0.1884
O 0.3138 -0.3457 -0.1831
O 0.0964 0.3526 -0.522
O 0.0261 0.0559 0.354
O -0.2335 0.0446 0.3902
O 0.1921 -0.0124 -0.3903
O 0.0807 -0.6455 0.3385
O 0.1047 0.0458 0.0983
O -0.215 0.4876 0.3178
O -0.2056 -0.5307 0.4155
O -0.2277 0.1242 -0.3053
O -0.379 0.1676 -0.0071
O -0.0646 0.1051 -0.0857
O -0.1431 -0.1064 0.2606
O 0.4107 -0.3321 0.2178
O -0.0301 0.3171 0.3241
O -0.0589 -0.4243 -0.0604
O -0.0786 -0.1147 0.1845
O 0.3575 -0.2161 -0.2921
O 0.1777 -0.1634 0.5173
O 0.105 -0.4079 -0.4629
O 0.1508 0.3423 -0.3464
O 0.0192 -0.709 -0.5261
O -0.3845 0.5245 -0.1813
O 0.3145 -0.3287 -0.0359
O 0.2486 -0.2814 -0.2045
O -0.0027 -0.1451 -0.2456
O -0.6556 0.2576 -0.0452
O -0.3305 0.1575 -0.2102
O 0.0414 0.1437 -0.5772
O 0.0612 0.0828 -0.3991
O 0.679 0.0702 -0.2018
O -0.0825 -0.1749 -0.2628
O 0.1057 0.0326 -0.2643
O 0.3809 -0.2512 -0.2246
O 0.2543 0.2287 -0.3275
O -0.4747 0.1244 -0.3274
O -0.7065 -0.0447 0.0147
O 0.4104 0.1678 -0.1464
O 0.4207 0.0932 -0.0446
O -0.0182 0.0981 -0.15
O 0.2892 -0.2617 -0.3777
O -0.1568 -0.1938 0.0492
O -0.1681 -0.089 -0.3369
O -0.6231 0.074 -0.4097
O -0.1478 0.4119 0.1346
O 0.0583 0.0107 0.1195
O 0.1001 0.4585 0.1687
O 0.0443 -0.1917 -0.1341
O -0.4289 -0.2561 -0.0518
O 0.3987 0.1505 -0.5274
O 0.4285 0.1819 0.2951
O 0.1635 -0.287 -0.1141
O 0.6139 0.2017 0.1416
O -0.1348 -0.1605 0.6687
O -0.244 -0.0693 -0.7385
O 0.2322 -0.2574 -0.3871
O -0.0002 -0.0345 -0.3817
O 0.1296 0.5422 0.2291
O -0.3301 -0.3536 -0.0225
O 0.1772 -0.0288 -0.254
O 0.0501 0.1362 -0.2993
O -0.7263 -0.2014 -0.1206
O -0.2777 -0.151 -0.3573
O 0.5214 0.3378 -0.3661
O -0.4372 -0.0103 -0.322
O -0.1813 0.3895 -0.4373
O 0.34 0.0384 0.0571
O -0.1258 -0.2237 0.1816
O 0.1205 0.1277 -0.068
O 0.6011 -0.0141 -0.3801
O 0.2952 0.6156 -0.3214
O 0.3668 0.1663 -0.1313
O -0.2619 0.291 0.1107
O 0.0732 -0.0546 -0.0597
O -0.1545 -0.0056 0.2708
O -0.4733 -0.1471 -0.0378
O -0.1064 -0.3024 -0.279
O -0.0723 0.082 0.4189
O -0.0803 -0.2728 0.6099
O 0.0111 0.023 0.1759
O 0.1198 -0.768 0.0583
O -0.3495 0.2588 -0.462
O 0.5528 0.2869 0.0651
O -0.2717 -0.298 0.2748
O -0.1414 0.377 0.5024
O 0.2944 0.4608 -0.1906
O -0.0821 -0.5641 0.3901
O 0.1742 -0.1177 -0.2809
O -0.3524 0.0754 0.5658
O -0.2078 0.5258 0.1075
O 0.6996 -0.1527 0.5066
O 0.3621 -0.5541 0.0434
O -0.1624 -0.0257 -0.1659
O -0.037 0.1659 0.6508
O -0.4712 -0.0228 -0.1293
O 0.4841 -0.2388 -0.0647
O -0.1743 0.3371 -0.2717
O -0.411 0.6874 -0.0085
O -0.1534 0.4853 0.1024
O 0.1315 -0.0201 0.5869
O -0.5499 0.0692 0.1987
O -0.2918 0.2643 0.1767
O 0.0637 -0.2343 0.097
O -0.1475 -0.1727 -0.2256
O 0.4605 0.0509 -0.2055
O 0.3379 0.1351 0.0275
O -0.5065 0.3032 -0.0549
O -0.0895 0.3582 -0.4032
O -0.2828 -0.1949 0.6865
O 0.0639 0.0365 -0.3928
O 0.1924 0.0988 0.3423
O -0.363 -0.0739 0.2878
O -0.0873 -0.138 0.0062
O -0.0713 0.4405 0.1381
O -0.0548 -0.0723 0.0163
O 0.3788 -0.3628 -0.1665
O -0.1692 -0.2264 0.1575
O -0.1842 -0.4208 -0.1468
O -0.4315 0.0733 -0.2496
O 0.1215 -0.3135 0.0965
O 0.2991 -0.0944 0.0993
O 0.0235 -0.1687 0.3186
O 0.096 -0.0746 -0.476
O -0.014 -0.3207 0.0063
O 0.1515 0.1191 0.5613
O -0.4527 0.1867 -0.454
O -0.03 0.3013 0.032
O 0.0656 0.1064 0.4573
O -0.412 0.3798 0.4847
O 0.2777 0.1564 -0.0729
O -0.1433 -0.295 -0.4866
O -0.3303 -0.0904 -0.1626
O 0.2323 0.1035 0.6505
O -0.4361 0.2248 -0.1335
O -0.4764 -0.0677 0.3499
O -0.4297 -0.0655 0.1137
O 0.556 -0.2295 0.0376
O -0.3669 -0.189 -0.0675
O -0.0414 -0.3092 0.1657
O 0.222 0.4101 -0.1039
O -0.4723 0.0368 -0.4611
O -0.0003 -0.3076 0.17
O -0.1896 0.2693 0.126
O 0.0387 0.0156 0.6484
O 0.2286 -0.0959 0.2025
O 0.5447 -0.0893 -0.2688
O -0.0092 0.4946 -0.6454
O 0.1705 0.0373 0.1591
O -0.0154 -0.1791 0.229
O -0.2803 0.0876 0.2433
O 0.6114 0.5816 -0.3539
O -0.1594 -0.1055 -0.4762
O 0.1447 0.4285 0.0913
O -0.0277 -0.0365 0.3768
O 0.0059 -0.0102 -0.4325
O 0.3559 0.0245 -0.4296
O 0.1635 0.0145 -0.2278
O -0.1292 0.3425 -0.4782
O -0.468 0.1028 -0.5409
O 0.2594 -0.2027 -0.0862
O 0.0973 0.053 -0.458
O 0.3198 0.1259 -0.4201
O 0.3193 -0.2925 0.0355
O -0.614 0.0932 0.291
O 0.2084 0.052 -0.3557
O 0.0279 0.0138 -0.0865
O -0.0104 -0.1474 -0.3656
O -0.3608 0.311 0.5926
O -0.301 0.2129 0.2087
O 0.5597 0.0794 -0.5358
O 0.0627 -0.3824 0.2094
O 0.4846 -0.2378 0.7235
O 0.0114 -0.2834 -0.1606
O -0.4981 0.1607 0.1001
O 0.3037 -0.3138 -0.2234
O 0.5142 0.2406 0.3293
O 0.0566 0.1948 0.6323
O -0.3549 0.1482 0.174
O 0.2398 -0.031 0.0545
O -0.0412 -0.1105 -0.0147
O -0.0725 0.0284 0.8255
O 0.2376 -0.3945 0.0965
O 0.1122 -0.0109 -0.1038
O 0.2213 -0.0581 -0.8766
O -0.1112 -0.4997 -0.0194
O -0.5513 0.0846 0.3179
O -0.074 -0.0414 -0.1933
O 0.1493 0.423 -0.3111
O 0.1088 -0.1219 0.4654
O -0.0185 0.2187 -0.2252
O 0.2652 -0.3445 -0.1982
O -0.3758 -0.0592 -0.4095
O -0.525 0.0366 0.0657
O 0.3226 -0.5993 0.3705
O -0.4431 0.5118 0.084
O 0.0899 0.3088 -0.4672
O -0.2976 -0.1303 -0.091
